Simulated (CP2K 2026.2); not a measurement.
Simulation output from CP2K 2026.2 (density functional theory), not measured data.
Periodic cell of 3024 atoms, Si2160O864, from a study of silicon, its oxide and their interface. The atomic structure is a simulated model.
Doubt: the forces sum to 6.32 eV/angstrom along one axis rather than to zero, so they err by at least 0.0021 eV/angstrom per atom on average; the grid cutoff is modest.

Settings: functional PBE; method Gaussian and plane waves; basis set DZVP-MOLOPT-SR-GTH; pseudopotentials GTH-PBE; grid cutoff 300 Ry, relative cutoff 40 Ry; k points Gamma only; occupations fixed; spin none; net charge 0.

Cell vectors (angstrom)
a 97.92 0 0
b 0 16.32 0
c -5.5115 5.7189 33.1999

Atoms: element, x, y, z (angstrom)
Si 1.73 -1.421 0.016
Si 4.297 1.023 0.186
Si 0.896 4.235 0.134
Si 4.219 6.238 0.067
Si 0.932 -6.678 0.029
Si 3.792 -3.815 -0.26
Si 6.518 -1.188 -0.038
Si 9.677 0.948 0.05
Si 6.717 4.326 0.147
Si 9.426 6.953 0.317
Si 7.163 9.077 0.106
Si 9.42 11.937 0.071
Si 11.976 -1.182 0.039
Si 14.771 1.521 0.157
Si 12.447 3.592 0.086
Si 15.108 6.291 -0.213
Si 11.754 9.79 0.218
Si 15.067 12.048 0.233
Si 2.812 -0.096 1.594
Si 5.51 2.658 1.336
Si 2.64 5.214 1.423
Si 5.382 7.99 1.248
Si 2.705 -5.502 1.112
Si 5.369 -2.811 1.237
Si 8.093 -0.129 1.376
Si 10.823 2.536 1.384
Si 8.184 5.416 1.561
Si 10.866 8.164 1.611
Si 8.049 10.741 1.507
Si 10.745 -2.788 1.28
Si 13.553 -0.07 1.396
Si 16.358 2.726 1.349
Si 13.578 5.282 1.291
Si 16.13 8.037 1.169
Si 13.431 10.884 1.432
Si 16.269 -2.837 1.592
Si 1.332 1.28 2.791
Si 4.062 3.914 2.761
Si 1.387 6.714 2.788
Si 4.046 9.453 2.569
Si 1.408 -4.129 2.643
Si 4.137 -1.525 2.83
Si 6.816 1.297 2.742
Si 9.533 3.954 2.769
Si 6.727 6.765 2.805
Si 9.469 9.505 2.915
Si 6.662 12.162 2.709
Si 9.431 -1.486 2.737
Si 12.185 1.242 2.797
Si 14.96 4.032 2.741
Si 12.276 6.682 2.727
Si 14.826 9.399 2.656
Si 12.12 12.27 2.761
Si 14.891 -1.398 2.788
Si 0.003 -0.066 4.188
Si 2.702 2.616 4.16
Si 0.002 5.363 4.163
Si 2.744 8.12 4.072
Si 0.035 -5.462 4.112
Si 2.717 -2.848 4.141
Si 5.466 -0.077 4.125
Si 8.151 2.635 4.136
Si 5.389 5.347 4.118
Si 8.094 8.1 4.186
Si 5.345 10.781 4.062
Si 8.072 -2.826 4.094
Si 10.803 -0.117 4.12
Si 13.574 2.657 4.092
Si 10.884 5.349 4.094
Si 13.566 8.071 4.115
Si 10.841 10.889 4.183
Si 13.52 -2.749 4.13
Si 1.402 -1.433 16.435
Si 4.11 1.317 16.379
Si 1.4 4.01 16.344
Si 4.119 6.783 16.357
Si 1.413 -6.788 16.398
Si 4.128 -4.131 16.452
Si 6.834 -1.41 16.403
Si 9.57 1.305 16.374
Si 6.865 4.056 16.348
Si 9.554 6.798 16.38
Si 6.839 9.491 16.386
Si 9.543 -4.096 16.379
Si 12.265 -1.352 16.35
Si 14.986 1.389 16.384
Si 12.329 4.069 16.362
Si 15.002 6.782 16.377
Si 12.294 9.485 16.356
Si 14.983 -4.114 16.304
Si 2.77 -0.063 17.741
Si 5.504 2.693 17.678
Si 2.786 5.361 17.654
Si 5.456 8.151 17.737
Si 2.753 -5.469 17.835
Si 5.502 -2.767 17.805
Si 8.224 -0.076 17.754
Si 10.967 2.69 17.669
Si 8.165 5.458 17.726
Si 10.976 8.112 17.735
Si 8.201 10.85 17.743
Si 10.896 -2.694 17.709
Si 13.61 0.019 17.72
Si 16.332 2.793 17.747
Si 13.678 5.41 17.781
Si 16.392 8.159 17.692
Si 13.638 10.866 17.704
Si 16.395 -2.758 17.584
Si 1.376 1.325 19.013
Si 4.205 4.08 19.04
Si 1.325 6.706 18.872
Si 4.095 -6.874 19.163
Si 1.441 -4.105 19.266
Si 4.118 -1.396 19.149
Si 6.864 1.341 19.022
Si 9.658 4.13 18.953
Si 6.751 6.784 19.12
Si 9.612 9.488 19.039
Si 6.874 -4.139 19.176
Si 9.545 -1.436 19.185
Si 12.225 1.351 19.141
Si 14.997 4.083 19.242
Si 12.35 6.781 19.144
Si 15.075 9.555 19.042
Si 12.264 -4.05 19.016
Si 15.082 -1.381 18.906
Si 0.103 0.178 20.63
Si 2.799 2.678 20.224
Si -0.012 5.462 20.325
Si 2.65 7.936 20.271
Si 0.112 -5.495 20.627
Si 2.741 -2.685 20.632
Si 5.571 -0.023 20.421
Si 8.224 2.82 20.203
Si 5.383 5.452 20.579
Si 8.226 8.127 20.347
Si 5.429 -5.468 20.523
Si 8.3 -2.862 20.632
Si 10.807 0.008 20.536
Si 13.601 2.673 20.575
Si 10.981 5.391 20.468
Si 13.783 8.154 20.425
Si 10.938 10.892 20.39
Si 13.723 -2.694 20.259
Si 1.691 -0.946 21.909
Si 3.956 1.191 21.577
Si 1.432 4.072 21.463
Si 3.511 6.356 21.789
Si 1.223 -7.251 21.693
Si 4.371 -3.818 21.888
Si 6.663 -1.626 21.762
Si 9.54 1.674 21.726
Si 7.18 4.374 21.6
Si 9.388 6.6 21.675
Si 7.063 -6.684 21.667
Si 9.42 -4.576 21.999
Si 12.515 -1.229 21.566
Si 14.765 0.937 21.662
Si 11.932 3.738 21.9
Si 15.294 7.113 21.929
Si 12.667 9.86 21.514
Si 14.826 -4.159 21.724
Si 15.936 1.043 24.535
Si 13.602 6.526 -3.094
Si 0.538 3.096 -2.758
Si 7.067 5.417 -6.743
Si -2.253 7.012 -4.714
Si 3.711 -3.74 24.872
Si 13.588 -0.883 25.559
Si 19.547 7.141 -2.585
Si 11.258 -1.843 24.184
Si 12.542 -6.953 24.45
Si 14.01 5.411 -5.849
Si 14.801 2.684 -6.305
Si 14.746 6.079 24.899
Si 21.611 -5.529 -4.74
Si 17.479 -7.095 -2.915
Si 6.77 2.463 -6.835
Si 13.328 -3.05 -1.978
Si 15.409 -3.234 24.75
Si 9.02 1.538 -2.907
Si 4.83 4.374 26.146
Si 0.223 5.269 -5.01
Si 2.668 0.145 -6.506
Si 13.569 -5.572 -6.159
Si 5.944 -6.952 24.444
Si 10.526 7.244 24.523
Si 16.364 -0.176 -2.047
Si 8.159 4.307 -2.646
Si 17.401 -2.465 -5.596
Si 10.31 -2.037 -4.263
Si 8.171 -1.443 24.375
Si 6.02 -7.17 -2.599
Si 12.278 -5.736 -2.403
Si 3.758 2.753 -6.347
Si 10.665 -4.553 25.029
Si 7.8 4.342 26.067
Si 4.749 2.002 24.441
Si 3.115 -7.795 23.893
Si 7.08 0.184 -4.698
Si 2.47 5.642 -6.967
Si 3.81 7.22 -2.649
Si 6.286 6.745 26.075
Si 7.572 2.473 23.883
Si 20.684 1.577 -2.971
Si 6.647 -4.022 25.476
Si 18.405 0.179 -4.162
Si 11.721 0.662 -3.982
Si 6.355 6.567 -3.998
Si 4.267 0.774 -4.302
Si 10.785 -5.169 -4.799
Si 6.84 -2.931 -5.145
Si 14.477 -7.018 -3.833
Si 18.696 -5.242 -5.034
Si 8.026 -2.818 -2.324
Si 10.964 5.369 -1.956
Si 17.699 -1.824 0.08
Si 20.668 0.908 -0.001
Si 17.564 4.29 0.003
Si 20.488 6.533 0.219
Si 17.259 9.794 0.096
Si 19.968 -3.945 0.038
Si 22.969 -1.277 -0.064
Si 25.857 1.138 0.113
Si 22.709 4.355 0.03
Si 25.548 7.088 -0.02
Si 23.26 -7.192 0.23
Si 26.136 -4.365 -0.029
Si 28.126 -1.025 -0.178
Si 30.857 1.66 0.019
Si 28.735 3.943 0.047
Si 31.239 6.633 -0.02
Si 28.459 -6.439 -0.02
Si 31.321 -4.184 0.155
Si 18.957 -0.146 1.236
Si 21.659 2.65 1.289
Si 18.96 5.38 1.514
Si 21.708 -8.292 1.537
Si 18.904 -5.502 1.42
Si 21.689 -2.811 1.223
Si 24.395 -0.104 1.4
Si 27.094 2.759 1.275
Si 24.376 5.474 1.289
Si 27.204 -8.089 1.21
Si 24.494 -5.495 1.278
Si 27.168 -2.697 1.245
Si 29.718 0.043 1.232
Si 32.505 2.768 1.273
Si 29.84 5.454 1.423
Si 32.512 -8.084 1.16
Si 29.815 -5.328 1.486
Si 32.549 -2.547 1.246
Si 17.668 1.272 2.646
Si 20.318 3.941 2.753
Si 17.545 6.819 2.69
Si 20.318 -6.842 2.731
Si 17.633 -4.191 2.887
Si 20.347 -1.453 2.651
Si 23.048 1.34 2.682
Si 25.735 4.099 2.627
Si 23.081 6.7 2.83
Si 25.844 -6.801 2.678
Si 23.066 -4.146 2.598
Si 25.775 -1.447 2.693
Si 28.417 1.381 2.663
Si 31.214 4.097 2.731
Si 28.445 6.844 2.652
Si 31.199 -6.795 2.653
Si 28.471 -3.95 2.747
Si 31.152 -1.249 2.594
Si 16.293 -0.027 4.07
Si 18.969 2.606 4.094
Si 16.264 5.428 4.099
Si 18.938 -8.189 4.072
Si 16.204 -5.581 4.094
Si 19.025 -2.764 4.11
Si 21.674 -0.043 4.019
Si 24.413 2.714 4.018
Si 21.687 5.326 4.105
Si 24.465 -8.167 4.059
Si 21.715 -5.464 4.027
Si 24.389 -2.789 4.019
Si 27.104 -0.014 4.024
Si 29.816 2.719 4.023
Si 27.093 5.462 3.997
Si 29.833 -8.141 4.01
Si 27.134 -5.398 4.048
Si 29.876 -2.623 4.031
Si 17.743 -1.334 16.301
Si 20.457 1.412 16.288
Si 17.7 4.112 16.356
Si 20.424 -9.532 16.335
Si 17.743 -6.819 16.318
Si 20.44 -4.089 16.294
Si 23.201 -1.345 16.265
Si 25.898 1.364 16.301
Si 23.167 4.095 16.331
Si 25.848 -9.517 16.275
Si 23.147 -6.796 16.302
Si 25.866 -4.089 16.251
Si 28.581 -1.344 16.211
Si 31.274 1.38 16.1
Si 28.542 4.062 16.208
Si 31.29 -9.514 16.136
Si 28.584 -6.803 16.205
Si 31.307 -4.023 16.138
Si 19.08 0.097 17.633
Si 21.823 2.73 17.697
Si 19.076 5.444 17.733
Si 21.785 -8.15 17.665
Si 19.104 -5.458 17.679
Si 21.856 -2.727 17.582
Si 24.55 0.004 17.667
Si 27.283 2.694 17.68
Si 24.532 5.453 17.698
Si 27.235 -8.157 17.598
Si 24.551 -5.462 17.65
Si 27.212 -2.693 17.577
Si 29.99 0.018 17.512
Si 32.617 2.768 17.412
Si 29.893 5.465 17.491
Si 32.733 -8.138 17.371
Si 29.946 -5.379 17.481
Si 32.751 -2.712 17.465
Si 17.752 1.479 19.049
Si 20.478 4.093 19.074
Si 17.701 6.8 19.106
Si 20.442 -6.819 19.071
Si 17.732 -4.076 18.987
Si 20.529 -1.275 18.841
Si 23.218 1.373 19.043
Si 25.916 4.071 19.048
Si 23.164 -9.457 19.035
Si 25.935 -6.819 19.026
Si 23.187 -4.09 18.981
Si 25.903 -1.366 19.03
Si 28.713 1.301 19.009
Si 31.251 4.122 18.804
Si 28.595 -9.519 18.935
Si 31.446 -6.709 18.679
Si 28.591 -4.039 18.889
Si 31.458 -1.279 18.793
Si 16.39 0.009 20.252
Si 19.14 2.777 20.505
Si 16.395 5.471 20.599
Si 19.038 8.201 20.462
Si 16.398 10.962 20.441
Si 19.16 -2.624 20.111
Si 21.857 -0.023 20.33
Si 24.535 2.717 20.459
Si 21.804 5.523 20.399
Si 24.566 -8.165 20.431
Si 21.857 -5.469 20.368
Si 24.53 -2.74 20.388
Si 27.363 -0.108 20.386
Si 30.103 2.747 20.317
Si 27.302 5.446 20.415
Si 30.078 -8.032 19.965
Si 27.273 -5.384 20.356
Si 30.145 -2.704 20.042
Si 18.098 -1.047 21.438
Si 20.352 1.131 21.683
Si 18.053 4.371 21.889
Si 20.224 6.655 21.759
Si 17.481 9.393 21.803
Si 20.635 -3.798 21.432
Si 22.88 -1.656 21.678
Si 26.22 1.554 21.648
Si 23.316 4.338 21.731
Si 25.634 -9.832 21.736
Si 23.446 -6.568 21.757
Si 25.653 -4.322 21.72
Si 28.955 -1.468 21.577
Si 31.961 1.878 21.54
Si 28.489 3.819 21.661
Si 31.504 -9.121 21.438
Si 29.03 -6.519 21.378
Si 31.182 -4.27 21.426
Si 30.281 0.626 23.629
Si 31.952 -7.567 -4.684
Si 16.868 2.705 -4.461
Si 28.004 7.363 -6.632
Si 14.643 1.066 -3.877
Si 19.281 -5.358 23.757
Si 36.429 -5.838 -6.735
Si 36.058 7.598 -5.489
Si 31.863 -4.966 -6.375
Si 29.602 7.929 23.591
Si 27.458 -2.727 23.595
Si 32.57 3.716 -6.785
Si 28.972 3.3 24.514
Si 39.021 -5.369 -5.202
Si 33.627 -5.94 -2.993
Si 21.594 5.407 -6.173
Si 30.992 -1.415 -4.332
Si 32.842 -4.171 26.028
Si 26.534 2.643 -6.376
Si 16.975 3.833 24.828
Si 19.036 4.086 -2.797
Si 14.509 -2.815 -4.923
Si 27.49 -7.494 -3.991
Si 21.476 -7.674 23.886
Si 26.956 7.2 24.543
Si 31.921 1.2 -2.812
Si 26.921 5.237 -2.047
Si 28.268 -4.483 -4.083
Si 19.515 -3.115 25.704
Si 23.678 -1.332 24.716
Si 24.621 -7.613 -4.625
Si 31.085 -4.022 -2.81
Si 17.702 -1.372 24.312
Si 35.218 3.166 -5.399
Si 23.365 1.245 26.155
Si 21.762 2.751 23.998
Si 24.189 -4.444 -4.992
Si 23.423 3.288 -6.519
Si 15.238 -7.465 25.755
Si 21.944 -5.317 -1.694
Si 25.944 -0.092 -4.847
Si 26.323 -0.078 24.165
Si 34.714 0.579 -2.132
Si 28.202 4.881 -4.788
Si 32.6 -0.965 -6.898
Si 28.096 -1.658 -3.238
Si 21.825 7.962 -4.34
Si 12.006 4.687 24.927
Si 25.186 -2.292 -6.944
Si 24.643 3.061 -1.945
Si 29.836 -8.032 -2.285
Si 34.48 -4.106 -5.068
Si 24.144 -3.272 -2.013
Si 23.524 1.517 -4.117
Si 34.262 -1.492 0.02
Si 36.707 1.112 0.022
Si 33.487 4.41 -0.088
Si 36.788 6.753 0.119
Si 33.66 -6.378 -0.034
Si 36.392 -3.783 -0.128
Si 39.091 -0.893 -0.086
Si 42.264 1.354 0.084
Si 38.961 4.394 -0.023
Si 41.624 7.287 -0.169
Si 39.373 -6.784 0.017
Si 42.287 -4.043 -0.08
Si 44.499 -0.944 -0.209
Si 47.272 1.812 -0.372
Si 44.925 3.977 -0.286
Si 47.764 6.656 -0.196
Si 44.418 -6.336 -0.031
Si 47.853 -4.101 0.018
Si 35.325 -0.033 1.482
Si 37.863 2.77 1.231
Si 35.146 5.504 1.221
Si 37.916 -7.987 1.379
Si 35.283 -5.321 1.266
Si 37.995 -2.596 1.155
Si 40.643 0.184 1.28
Si 43.506 2.894 1.254
Si 40.692 5.528 1.121
Si 43.334 -8.031 1.141
Si 40.681 -5.237 1.188
Si 43.498 -2.556 1.203
Si 46.228 0.144 0.985
Si 48.942 2.821 0.972
Si 46.141 5.52 1.046
Si 48.953 -8.093 1.083
Si 46.144 -5.264 1.159
Si 49.006 -2.609 1.324
Si 33.887 1.414 2.623
Si 36.516 4.133 2.58
Si 33.855 6.898 2.588
Si 36.567 -6.661 2.685
Si 33.897 -3.965 2.615
Si 36.717 -1.367 2.727
Si 39.305 1.516 2.625
Si 42.086 4.238 2.519
Si 39.348 6.876 2.573
Si 42.025 -6.666 2.54
Si 39.334 -3.934 2.553
Si 42.052 -1.249 2.536
Si 44.892 1.443 2.489
Si 47.567 4.153 2.407
Si 44.788 6.901 2.409
Si 47.538 -6.729 2.431
Si 44.855 -3.913 2.562
Si 47.557 -1.188 2.462
Si 32.52 0.071 3.975
Si 35.242 2.766 3.981
Si 32.565 5.514 4.007
Si 35.23 -8.09 3.97
Si 32.567 -5.388 3.963
Si 35.287 -2.692 4.019
Si 38.041 0.08 3.996
Si 40.741 2.857 3.896
Si 37.964 5.492 3.888
Si 40.721 -8.073 3.908
Si 38.005 -5.317 3.945
Si 40.734 -2.625 3.912
Si 43.485 0.096 3.841
Si 46.256 2.797 3.832
Si 43.477 5.564 3.844
Si 46.188 -8.094 3.787
Si 43.468 -5.337 3.854
Si 46.243 -2.575 3.864
Si 34.041 -1.403 16.017
Si 36.773 1.346 16.023
Si 34.024 4.086 16.083
Si 36.753 -9.539 16.067
Si 34.062 -6.775 16.043
Si 36.759 -4.137 16.079
Si 39.518 -1.358 16.075
Si 42.198 1.315 16.103
Si 39.506 4.052 16.039
Si 42.139 -9.578 16.066
Si 39.468 -6.854 16.092
Si 42.2 -4.111 16.049
Si 44.858 -1.383 16.076
Si 47.532 1.375 16.053
Si 44.875 4.036 16.088
Si 47.596 -9.562 16.058
Si 44.851 -6.846 16.003
Si 47.567 -4.054 16.039
Si 35.405 -0.046 17.307
Si 38.174 2.664 17.355
Si 35.414 5.413 17.426
Si 38.112 -8.234 17.458
Si 35.403 -5.488 17.474
Si 38.14 -2.746 17.353
Si 40.901 -0.071 17.509
Si 43.559 2.647 17.479
Si 40.802 5.385 17.468
Si 43.55 -8.26 17.374
Si 40.902 -5.528 17.395
Si 43.513 -2.758 17.457
Si 46.209 -0.027 17.427
Si 48.837 2.818 17.366
Si 46.22 5.406 17.439
Si 49.002 -8.204 17.356
Si 46.165 -5.44 17.314
Si 48.908 -2.699 17.429
Si 34.023 1.326 18.581
Si 36.846 4.019 18.692
Si 34.03 -9.525 18.746
Si 36.724 -6.922 18.818
Si 34.089 -4.089 18.842
Si 36.731 -1.411 18.671
Si 39.475 1.301 18.76
Si 42.2 4.02 18.801
Si 39.392 -9.639 18.867
Si 42.208 -6.985 18.754
Si 39.561 -4.094 18.646
Si 42.269 -1.42 18.955
Si 44.912 1.275 18.877
Si 47.537 4.112 18.878
Si 44.855 -9.591 18.808
Si 47.549 -6.841 18.525
Si 44.8 -4.206 18.778
Si 47.512 -1.401 18.803
Si 32.792 0.129 20.147
Si 35.411 2.639 19.847
Si 32.572 5.537 20.096
Si 35.422 -8.357 20.227
Si 32.774 -5.476 20.193
Si 35.45 -2.711 20.156
Si 38.069 -0.074 20.023
Si 40.817 2.638 20.118
Si 38.055 5.264 20.271
Si 40.879 -8.353 20.142
Si 38.193 -5.479 19.902
Si 40.826 -2.822 20.197
Si 43.694 -0.101 20.393
Si 46.253 2.635 20.255
Si 43.583 5.32 20.231
Si 46.262 -8.133 19.96
Si 43.501 -5.651 20.164
Si 46.171 -2.877 20.121
Si 34.326 -1.055 21.428
Si 36.483 1.118 21.253
Si 34.054 4.061 21.058
Si 36.285 -10.166 21.573
Si 33.886 -7.135 21.458
Si 37.133 -3.929 21.252
Si 39.17 -1.63 21.378
Si 42.35 1.521 21.47
Si 39.681 4.112 21.556
Si 41.934 -9.982 21.532
Si 39.596 -6.768 21.226
Si 41.828 -4.603 21.392
Si 45.225 -1.5 21.735
Si 47.975 1.608 21.481
Si 44.677 3.684 21.599
Si 47.7 -9.144 21.478
Si 45.206 -6.691 21.447
Si 47.387 -4.465 21.296
Si 47.974 -0.665 23.2
Si 47.276 7.889 -2.978
Si 33.25 6.803 -6.654
Si 39.3 -4.678 25.05
Si 31.107 3.881 -4.151
Si 36.484 6.982 24.591
Si 46.97 -0.609 25.991
Si -46.834 -7.988 -5.136
Si 40.932 -0.277 23.508
Si 45.826 7.759 23.77
Si 42.226 -4.319 24.342
Si 47.934 4.094 -6.879
Si 44.48 3.545 24.499
Si -46.63 1.673 25.944
Si -48.2 -6.364 -3.015
Si 31.526 -6.793 25.52
Si 45.285 -0.814 -5.942
Si -46.092 -3.732 24.482
Si 42.137 1.729 -2.885
Si 34.173 8.06 26.074
Si 33.822 4.642 -2.983
Si 35.339 -1.433 -6.059
Si 41.194 -7.557 -5.319
Si 38.738 -7.551 23.954
Si 43.212 6.254 24.358
Si 47.213 0.859 -3.24
Si 43.373 4.43 -3.063
Si 40.741 7.465 25.824
Si 37.651 -2.497 26.047
Si 39.009 0.268 25.583
Si 41.119 6.442 -3.075
Si 47.671 -4.187 -2.836
Si 35.317 -5.219 23.281
Si 48.128 -7.104 25.409
Si 44.421 0.827 25.501
Si 37.952 2.605 23.655
Si 40.488 -2.656 -2.153
Si 39.266 1.922 -4.266
Si 33.136 -2.989 23.394
Si 38.296 -4.96 -2.206
Si 43.386 -5.255 -4.844
Si 43.369 -1.78 24.242
Si -46.515 -0.039 -2.143
Si 43.837 5.932 -5.551
Si 47.75 -1.808 -4.683
Si 44.476 -0.225 -3.069
Si 36.089 6.528 -2.736
Si 36.639 0.509 -4.38
Si 37.159 4.304 25.912
Si 38.632 4.669 -2.942
Si 45.396 -6.396 -2.833
Si -47.504 -2.827 -5.854
Si 41.255 -3.084 -5.022
Si 41.016 5.087 -6.829
Si 50.674 -1.589 0.085
Si 53.221 1.016 -0.05
Si 50.051 4.466 -0.322
Si 53.339 6.642 -0.267
Si 50.081 -6.414 -0.121
Si 52.851 -3.867 -0.165
Si 55.501 -1.172 -0.283
Si 58.628 1.267 -0.025
Si 55.615 4.428 -0.191
Si -39.6 7.102 -0.132
Si 56.136 -6.938 -0.203
Si -38.873 -4.28 -0.219
Si -36.06 -1.913 -0.177
Si -34.135 1.691 0.078
Si -36.381 3.936 0.044
Si -33.746 6.582 0.344
Si -36.646 -6.542 -0.118
Si -33.848 -4.027 0.369
Si 51.791 -0.055 1.428
Si 54.417 2.762 1.009
Si 51.68 5.547 1.013
Si 54.491 -8.09 1.07
Si 51.723 -5.4 1.186
Si 54.445 -2.721 1.133
Si 57.141 -0.085 1.112
Si -37.979 2.717 1.267
Si -40.741 5.516 1.193
Si -37.909 -8.14 1.124
Si -40.613 -5.346 1.051
Si -37.818 -2.748 1.192
Si -35.241 -0.06 1.194
Si -32.494 2.782 1.322
Si -35.317 5.403 1.529
Si -32.577 -7.994 1.364
Si -35.269 -5.469 1.461
Si -32.507 -2.587 1.532
Si 50.29 1.447 2.43
Si 53.032 4.127 2.383
Si 50.359 6.899 2.435
Si 53.116 -6.774 2.465
Si 50.377 -4.042 2.591
Si 53.181 -1.41 2.668
Si 55.794 1.383 2.429
Si -39.376 4.125 2.539
Si -42.126 6.87 2.524
Si -39.297 -6.736 2.486
Si -42.043 -4.061 2.433
Si -39.325 -1.385 2.459
Si -36.642 1.29 2.588
Si -33.877 4.053 2.764
Si -36.701 6.857 2.668
Si -33.938 -6.802 2.815
Si -36.635 -4.063 2.726
Si -33.922 -1.231 2.755
Si 48.947 0.115 3.83
Si 51.682 2.791 3.785
Si 48.963 5.512 3.761
Si 51.724 -8.108 3.826
Si 48.939 -5.414 3.835
Si 51.739 -2.718 3.956
Si 54.503 0.056 3.901
Si -40.773 2.737 3.839
Si -43.52 5.468 3.806
Si -40.717 -8.095 3.852
Si -43.434 -5.405 3.814
Si -40.707 -2.715 3.844
Si -38.05 -0.014 3.922
Si -35.291 2.662 4.011
Si -38.063 5.469 3.965
Si -35.333 -8.163 4.081
Si -38.033 -5.431 3.994
Si -35.278 -2.666 4.045
Si 50.263 -1.366 16.033
Si 53.01 1.406 16.094
Si 50.276 4.145 16.077
Si 52.944 -9.464 16.084
Si 50.289 -6.765 16.028
Si 52.982 -4.026 16.083
Si 55.685 -1.314 16.152
Si -39.551 1.383 16.231
Si -42.221 4.089 16.102
Si -39.519 -9.481 16.148
Si -42.251 -6.783 16.143
Si -39.517 -4.038 16.22
Si -36.843 -1.374 16.269
Si -34.1 1.37 16.301
Si -36.814 4.123 16.239
Si -34.133 -9.45 16.284
Si -36.772 -6.75 16.241
Si -34.107 -4.02 16.302
Si 51.638 -0.015 17.353
Si 54.339 2.778 17.495
Si 51.627 5.497 17.48
Si 54.24 -8.103 17.486
Si 51.593 -5.37 17.403
Si 54.282 -2.645 17.484
Si 57.012 -0.01 17.596
Si -38.202 2.774 17.576
Si -40.902 5.468 17.456
Si -38.147 -8.151 17.521
Si -40.917 -5.411 17.509
Si -38.183 -2.734 17.688
Si -35.5 -0.009 17.616
Si -32.763 2.763 17.664
Si -35.509 5.509 17.637
Si -32.799 -8.068 17.651
Si -35.484 -5.359 17.669
Si -32.732 -2.709 17.695
Si 50.217 1.384 18.526
Si 52.996 4.164 18.859
Si 50.323 -9.449 18.888
Si 52.875 -6.683 18.83
Si 50.268 -4.03 18.799
Si 52.908 -1.291 18.874
Si 55.629 1.393 18.889
Si -39.534 4.22 18.896
Si 55.55 -9.58 18.76
Si -39.534 -6.805 18.809
Si 55.602 -4.041 18.823
Si 58.33 -1.393 19.024
Si -36.905 1.346 18.932
Si -34.178 4.116 18.972
Si -36.846 -9.423 19.017
Si -34.063 -6.613 19.048
Si -36.899 -4.141 19.143
Si -34.155 -1.37 18.996
Si 48.909 0.101 19.942
Si 51.52 2.702 19.897
Si 48.874 5.561 20.216
Si 51.664 -8.039 20.305
Si 48.864 -5.535 19.884
Si 51.526 -2.658 20.274
Si 54.222 0.118 20.289
Si 57.023 2.78 20.151
Si 54.309 5.482 20.362
Si 56.897 -8.146 19.96
Si 54.164 -5.289 20.203
Si 56.927 -2.818 20.306
Si 59.676 -0.006 20.372
Si -35.604 2.783 20.269
Si -38.275 5.616 20.408
Si -35.494 -7.952 20.299
Si -38.362 -5.597 20.444
Si -35.416 -2.799 20.43
Si 50.332 -0.971 21.391
Si 52.489 1.274 21.459
Si 50.082 3.899 21.255
Si 53.41 -8.994 21.612
Si 49.908 -6.925 21.418
Si 53.128 -3.695 21.653
Si 55.384 -1.525 21.492
Si 58.531 1.7 21.556
Si 55.928 4.223 21.609
Si 57.835 -9.585 21.509
Si 55.585 -6.76 21.272
Si 57.805 -4.58 21.681
Si 61.353 -1.151 21.581
Si -34.497 1.247 21.628
Si -37.173 3.905 21.601
Si -33.969 -9.19 21.504
Si -36.945 -6.913 21.856
Si -33.716 -3.742 21.859
Si -32.959 4.227 24.607
Si -33.963 6.848 -2.551
Si -48.81 2.121 -5.227
Si -35.129 6.354 -6.198
Si 48.915 6.201 -4.751
Si -48.653 -4.895 23.548
Si -34.269 1.642 24.725
Si -22.91 -7.327 -3.793
Si -40.616 -0.166 23.575
Si -37.416 7.796 24.411
Si -39.038 -3.964 24.597
Si -36.26 3.535 -6.816
Si -30.923 -1.165 -2.914
Si -23.323 -1.239 -6.725
Si -32.097 -7.26 -2.658
Si -45.097 -0.975 25.729
Si -42.609 5.83 25.778
Si -34.192 -1.144 26.081
Si -40.478 3.182 -2.272
Si -47.215 7.547 25.957
Si -44.849 3.211 -4.862
Si -46.579 0.673 -4.971
Si -38.458 -4.031 -3.241
Si -39.268 3.147 -6.099
Si -40.41 7.644 24.47
Si -33.382 -0.487 -4.759
Si -38.142 5.255 -2.239
Si -34.209 -2.88 -6.653
Si -40.056 5.957 -5.948
Si -39.965 -2.125 -5.115
Si -41.889 8.02 -4.496
Si -36.024 -4.726 -4.785
Si -42.544 0.389 25.629
Si -36.644 -5.794 24.575
Si -37.122 1.263 25.949
Si -45.246 6.011 24.385
Si -43.104 -5.607 -5.384
Si -42.354 1.639 -4.189
Si -47.25 4.127 -3.339
Si -43.651 -5.614 -2.395
Si -38.429 0.408 -4.947
Si -37.906 -1.361 24.246
Si -29.263 1.522 -2.857
Si -37.538 7.146 -4.629
Si -42.144 3.132 24.619
Si -37.365 -0.106 -2.032
Si -44.615 7.917 -3.078
Si -45.323 -1.817 -4.196
Si -46.103 3.33 23.578
Si -39.328 -6.902 -4.279
Si -35.012 -6.905 -2.878
Si -30.527 -5.772 -4.881
Si -42.494 -1.393 -3.374
Si -34.161 2.316 -5.09
Si -31.064 -1.493 0.057
Si -28.323 1.244 0.067
Si -31.424 4.422 -0.009
Si -27.857 6.356 -0.137
Si -31.648 -6.246 0.032
Si -28.773 -3.739 -0.101
Si -26.043 -0.932 -0.018
Si -23.573 1.993 0.023
Si -25.746 4.145 0.48
Si -23.12 6.99 0.255
Si -25.289 -7.088 -0.012
Si -22.667 -4.48 0.091
Si -20.466 -1.269 -0.038
Si -17.855 1.523 0.113
Si -19.982 3.862 0.223
Si -17.273 6.496 0.398
Si -20.356 -6.694 0.399
Si -17.336 -4.405 0.279
Si -29.877 0.07 1.359
Si -27.204 2.715 1.54
Si -29.696 5.489 1.186
Si -26.993 -8.198 1.21
Si -29.848 -5.355 1.257
Si -27.097 -2.669 1.203
Si -24.471 0.187 1.326
Si -21.764 2.814 1.36
Si -24.333 5.542 1.644
Si -21.6 -8.225 1.626
Si -24.341 -5.472 1.388
Si -21.689 -2.723 1.349
Si -19.026 -0.047 1.401
Si -16.242 2.647 1.452
Si -18.883 5.361 1.644
Si -16.228 -8.177 1.686
Si -18.909 -5.431 1.666
Si -16.275 -2.841 1.657
Si -31.201 1.424 2.724
Si -28.56 4.141 2.769
Si -31.09 6.899 2.576
Si -28.45 -6.804 2.535
Si -31.137 -4.039 2.762
Si -28.474 -1.348 2.669
Si -25.797 1.381 2.852
Si -22.98 4.122 2.895
Si -25.772 6.905 2.847
Si -23.008 -6.777 2.865
Si -25.766 -4.046 2.62
Si -23.103 -1.301 2.643
Si -20.425 1.349 2.736
Si -17.552 3.972 2.946
Si -20.278 6.723 2.958
Si -17.621 -6.842 3.018
Si -20.334 -3.999 2.857
Si -17.669 -1.37 2.84
Si -32.562 0.089 4.106
Si -29.886 2.773 4.123
Si -32.496 5.51 3.992
Si -29.792 -8.106 4.012
Si -32.552 -5.392 4.085
Si -29.8 -2.679 4.101
Si -27.161 -0.016 4.129
Si -24.414 2.751 4.179
Si -27.155 5.485 4.123
Si -24.409 -8.095 4.218
Si -27.131 -5.424 3.98
Si -24.444 -2.68 4.039
Si -21.753 -0.009 4.12
Si -19.032 2.652 4.2
Si -21.667 5.423 4.307
Si -18.993 -8.194 4.329
Si -21.688 -5.389 4.209
Si -19.003 -2.684 4.254
Si -31.375 -1.324 16.346
Si -28.662 1.426 16.347
Si -31.395 4.096 16.289
Si -28.654 -9.501 16.392
Si -31.375 -6.747 16.333
Si -28.657 -4.053 16.375
Si -25.945 -1.362 16.372
Si -23.192 1.374 16.424
Si -25.963 4.115 16.444
Si -23.202 -9.499 16.505
Si -25.932 -6.802 16.447
Si -23.226 -4.102 16.433
Si -20.463 -1.361 16.488
Si -17.688 1.409 16.492
Si -20.45 4.119 16.489
Si -17.703 -9.521 16.51
Si -20.479 -6.838 16.493
Si -17.722 -4.1 16.521
Si -30.056 0.105 17.683
Si -27.347 2.75 17.792
Si -30.039 5.408 17.675
Si -27.328 -8.141 17.808
Si -30.021 -5.408 17.734
Si -27.32 -2.693 17.751
Si -24.59 -0.01 17.716
Si -21.865 2.765 17.791
Si -24.637 5.486 17.831
Si -21.835 -8.168 17.913
Si -24.598 -5.433 17.827
Si -21.856 -2.774 17.791
Si -19.078 0.052 17.788
Si -16.364 2.749 17.941
Si -19.063 5.449 17.881
Si -16.353 -8.163 17.887
Si -19.124 -5.482 17.847
Si -16.31 -2.735 17.835
Si -31.421 1.443 19.082
Si -28.778 4.067 19.18
Si -31.466 -9.528 18.899
Si -28.713 -6.771 19.148
Si -31.354 -4.043 19.107
Si -28.675 -1.226 19.01
Si -25.934 1.348 19.074
Si -23.288 4.092 19.147
Si -26.032 -9.506 19.231
Si -23.252 -6.784 19.236
Si -26.034 -4.097 19.165
Si -23.271 -1.406 19.06
Si -20.443 1.448 19.113
Si -17.711 4.146 19.324
Si -20.424 -9.55 19.263
Si -17.754 -6.809 19.233
Si -20.543 -4.163 19.184
Si -17.707 -1.339 19.094
Si -32.887 0.125 20.318
Si -30.152 2.71 20.632
Si -32.828 5.491 20.292
Si -30.133 -8.242 20.296
Si -32.64 -5.4 20.578
Si -30.069 -2.5 20.35
Si -27.308 0.042 20.441
Si -24.639 2.686 20.491
Si -27.428 5.429 20.572
Si -24.716 -8.094 20.587
Si -27.461 -5.395 20.619
Si -24.639 -2.708 20.47
Si -21.866 -0.016 20.267
Si -19.16 2.823 20.63
Si -21.92 5.422 20.513
Si -19.058 -8.183 20.674
Si -21.881 -5.459 20.676
Si -19.104 -2.755 20.34
Si -31.677 -1.324 21.64
Si -28.461 1.517 21.86
Si -31.413 4.387 21.799
Si -29.138 -9.762 21.765
Si -31.586 -7.195 21.785
Si -28.569 -3.599 21.737
Si -26.184 -1.538 21.783
Si -22.982 1.464 21.637
Si -26.285 3.775 21.792
Si -23.104 -9.306 21.759
Si -25.88 -6.534 21.984
Si -23.607 -4.296 21.838
Si -20.327 -1.192 21.535
Si -18.066 1.076 21.726
Si -20.899 3.844 21.929
Si -17.39 -9.184 22.051
Si -20.737 -7.15 21.949
Si -17.588 -3.886 21.7
Si -18.196 0.692 24.667
Si -15.95 -3.753 -6.391
Si -30.597 4.147 -3.075
Si -30.018 -0.171 24.012
Si -33.126 5.042 -4.528
Si -27.055 -7.107 24.937
Si -9.381 5.736 -4.391
Si -12.286 5.271 -4.464
Si -24.446 -0.055 23.956
Si -17.512 7.025 25.034
Si -22.382 -4.58 24.392
Si -21.298 -6.994 24.712
Si -21.749 4.191 24.735
Si -10.995 -6.184 -6.531
Si -16.658 5.239 -6.157
Si -26.056 6.243 -6.616
Si -19.178 -3.363 -1.98
Si -14.075 0.134 23.958
Si -22.264 0.366 -2.091
Si -29.768 -7.954 24.096
Si -26.391 1.555 -4.222
Si -34.684 0.987 -2.61
Si -22.42 -3.534 -5.399
Si -26.414 6.24 26.035
Si -16.104 1.172 -6.866
Si -15.044 -1.17 -2.536
Si -21.11 5.769 -1.908
Si -24.443 5.175 23.923
Si -21.635 6.215 -6.871
Si -24.866 -0.938 -2.908
Si -27.149 -8.089 -4.855
Si -21.78 -4.818 -2.582
Si -29.374 -3.229 24.571
Si -17.634 -6.374 25.969
Si -20.844 -7.454 -5.879
Si -24.809 -3.844 -6.829
Si -26.24 -3.344 -4.295
Si -35.595 5.544 23.733
Si -34.265 -3.975 24.931
Si -28.992 -3.659 -3.155
Si -25.791 0.959 26.183
Si -20.155 -1.561 24.443
Si -13.125 1.169 -2.798
Si -18.266 -6.906 -4.35
Si -18.234 -3.978 -4.673
Si -17.369 0.719 -2.921
Si -28.127 6.117 -3.136
Si -31.146 6.355 26.179
Si -22.904 5.932 -4.06
Si -25.638 4.561 -4.278
Si -18.921 7.951 -1.82
Si -22.462 -0.999 26.157
Si -25.707 -6.178 -3.012
Si -20.048 0.993 -4.224
Si -14.732 -1.805 0.298
Si -11.919 1.086 0.007
Si -15.029 4.345 0.371
Si -12.105 6.54 0.248
Si -15.106 -6.587 0.387
Si -12.314 -3.817 0.284
Si -9.658 -1.156 0.282
Si -6.541 0.959 0.239
Si -9.913 4.312 0.395
Si -7.03 6.82 0.274
Si -9.264 -7.281 0.371
Si -6.522 -4.492 0.124
Si -4.285 -1.225 0.301
Si -1.742 1.406 0.164
Si -3.899 3.693 0.237
Si -1.211 6.595 0.268
Si -4.217 -6.703 0.21
Si -1.152 -4.332 0.262
Si -13.572 -0.03 1.354
Si -10.992 2.647 1.568
Si -13.562 5.463 1.744
Si -10.914 -8.287 1.636
Si -13.483 -5.43 1.582
Si -10.799 -2.706 1.625
Si -8.126 -0.051 1.615
Si -5.471 2.593 1.555
Si -8.226 5.357 1.633
Si -5.392 8.011 1.49
Si -8.159 -5.53 1.473
Si -5.466 -2.86 1.488
Si -2.774 -0.076 1.623
Si -0.113 2.575 1.436
Si -2.763 5.329 1.496
Si -0.028 8.123 1.541
Si -2.715 -5.506 1.561
Si 0.074 -2.643 1.319
Si -14.901 1.29 2.813
Si -12.275 3.983 3.007
Si -14.891 6.829 3.072
Si -12.204 -6.838 2.948
Si -14.876 -4.143 3.006
Si -12.231 -1.327 2.881
Si -9.519 1.351 2.906
Si -6.827 3.977 2.9
Si -9.548 6.71 3.017
Si -6.765 -6.89 2.85
Si -9.476 -4.162 2.888
Si -6.81 -1.502 2.904
Si -4.125 1.28 2.97
Si -1.395 3.97 2.861
Si -4.093 6.671 2.882
Si -1.395 -6.889 2.911
Si -4.076 -4.141 2.893
Si -1.31 -1.436 2.816
Si -16.286 -0.03 4.2
Si -13.638 2.631 4.306
Si -16.269 5.393 4.33
Si -13.537 -8.144 4.385
Si -16.254 -5.481 4.352
Si -13.55 -2.708 4.29
Si -10.869 -0.018 4.272
Si -8.168 2.663 4.298
Si -10.885 5.338 4.352
Si -8.148 -8.199 4.274
Si -10.839 -5.481 4.282
Si -8.157 -2.816 4.286
Si -5.465 -0.119 4.274
Si -2.743 2.658 4.271
Si -5.463 5.351 4.25
Si -2.743 8.052 4.242
Si -5.436 -5.521 4.238
Si -2.685 -2.776 4.2
Si -14.954 -1.35 16.506
Si -12.215 1.36 16.533
Si -14.967 4.073 16.555
Si -12.255 -9.514 16.505
Si -14.968 -6.795 16.543
Si -12.192 -4.063 16.565
Si -9.455 -1.365 16.613
Si -6.72 1.291 16.558
Si -9.488 4.05 16.489
Si -6.756 6.766 16.487
Si -9.482 -6.789 16.524
Si -6.736 -4.055 16.531
Si -4.02 -1.396 16.513
Si -1.329 1.298 16.425
Si -4.053 4 16.469
Si -1.35 6.784 16.373
Si -3.998 9.531 16.485
Si -1.299 -4.068 16.514
Si -13.622 0.04 17.876
Si -10.822 2.705 17.882
Si -13.578 5.432 17.891
Si -10.897 -8.135 17.842
Si -13.567 -5.438 17.892
Si -10.855 -2.692 17.98
Si -8.027 -0.052 18.001
Si -5.314 2.604 17.918
Si -8.124 5.396 17.836
Si -5.346 8.129 17.794
Si -8.108 -5.405 17.866
Si -5.374 -2.706 17.931
Si -2.605 -0.081 17.854
Si 0.011 2.706 17.72
Si -2.702 5.427 17.737
Si 0.003 -8.139 17.673
Si -2.662 -5.404 17.885
Si 0.083 -2.729 17.91
Si -14.978 1.38 19.276
Si -12.181 4.07 19.241
Si -14.964 -9.524 19.231
Si -12.197 -6.771 19.281
Si -14.925 -4.067 19.227
Si -12.282 -1.262 19.281
Si -9.418 1.378 19.249
Si -6.718 4.024 19.164
Si -9.548 6.78 19.124
Si -6.671 9.529 19.105
Si -9.43 -4.062 19.313
Si -6.639 -1.402 19.454
Si -3.899 1.197 19.308
Si -1.375 4.063 19.07
Si -3.99 6.774 19.162
Si -1.247 -6.786 19.151
Si -3.977 -3.998 19.308
Si -1.22 -1.321 19.321
Si -16.371 -0.029 20.555
Si -13.612 2.78 20.607
Si -16.316 5.508 20.698
Si -13.564 -8.186 20.578
Si -16.323 -5.452 20.523
Si -13.643 -2.65 20.645
Si -10.841 0.105 20.589
Si -8.008 2.678 20.617
Si -10.799 5.424 20.609
Si -8.128 8.179 20.315
Si -10.824 -5.417 20.669
Si -8.054 -2.764 20.802
Si -5.122 -0.153 20.871
Si -2.567 2.693 20.551
Si -5.357 5.407 20.49
Si -2.605 -8.165 20.473
Si -5.353 -5.459 20.549
Si -2.509 -2.697 20.735
Si -15.378 -1.664 21.959
Si -12.195 1.501 21.951
Si -14.681 4.398 21.976
Si -12.391 6.575 21.918
Si -15.125 -6.983 21.846
Si -11.971 -3.725 21.897
Si -9.748 -1.501 21.905
Si -6.406 1.489 21.924
Si -9.068 4.377 21.862
Si -6.966 6.671 21.615
Si -9.184 9.626 21.804
Si -6.923 -4.515 22.023
Si -3.609 -1.466 22.443
Si -0.8 1.951 21.997
Si -4.262 3.753 21.755
Si -1.071 6.985 21.791
Si -3.714 -6.585 21.788
Si -1.447 -4.376 22
Si -4.079 2.142 26.178
Si -5.227 5.547 -1.853
Si -13.966 3.904 -2.511
Si -0.037 -5.631 -5.058
Si -17.89 2.681 -4.924
Si -13.128 -5.637 23.932
Si 8.479 -5.085 -6.681
Si 4.089 -5.086 -3.083
Si -8.002 -0.188 24.121
Si -5.199 7.929 23.798
Si -4.985 -3.721 24.342
Si -0.986 2.981 -6.619
Si -3.031 5.627 23.839
Si -2.295 0.671 24.449
Si 1.759 -7.099 -2.872
Si -11.882 -6.566 -3.886
Si -6.47 -1.669 -4.205
Si 1.479 -1.537 24.942
Si -9.348 1.17 -3.932
Si -8.844 2.078 26.018
Si -13.531 0.433 -5.661
Si -13.812 -2.489 -4.853
Si -6.819 -6.687 -3.912
Si -10.94 -7.935 23.985
Si -4.134 2.489 -6.361
Si -1.503 1.001 -2.774
Si -4.831 5.195 -4.876
Si -2.038 -3.51 -4.571
Si -2.997 7.823 -1.92
Si -4.49 0.779 -3.871
Si -5.713 -4.198 -2.629
Si -3.058 -3.042 -1.828
Si -19.171 -4.207 24.297
Si -0.572 -3.763 25.029
Si -0.986 -1.915 -6.778
Si -10.754 3.358 24.169
Si -15.011 2.982 24.729
Si -11.55 -3.359 -6.469
Si -14.951 6.21 -3.927
Si -9.386 -6.524 -2.488
Si -12.705 4.529 25.93
Si -6.718 -2.048 26.125
Si 2.359 0.757 -2.054
Si -6.856 1.951 -2.678
Si -0.15 0.382 -5.353
Si -9.33 -1.529 -2.709
Si -13.79 8.096 -1.972
Si -10.863 -4.13 -2.549
Si -14.686 6.975 26.202
Si -6.874 7.25 -5.388
Si -9.077 4.234 -6.968
Si 4 -4.033 -6.014
Si -8.064 -6.819 -6.6
Si -9.013 3.689 -2.432
Si 1.373 -1.45 5.507
Si 4.076 1.257 5.496
Si 1.367 4.01 5.521
Si 4.063 6.745 5.475
Si 1.376 9.463 5.467
Si 4.051 12.124 5.505
Si 6.797 -1.432 5.498
Si 9.495 1.275 5.495
Si 6.776 4.006 5.475
Si 9.501 6.713 5.463
Si 6.73 9.478 5.487
Si 9.448 12.203 5.514
Si 12.181 -1.414 5.508
Si 14.941 1.317 5.454
Si 12.233 4.015 5.476
Si 14.927 6.753 5.496
Si 12.209 9.464 5.464
Si 14.887 -4.156 5.441
Si 17.643 -1.398 5.436
Si 20.347 1.284 5.441
Si 17.632 4.032 5.422
Si 20.322 6.747 5.401
Si 17.609 -6.858 5.472
Si 20.388 -4.115 5.439
Si 23.054 -1.391 5.372
Si 25.761 1.353 5.378
Si 23.072 4.02 5.445
Si 25.789 6.796 5.418
Si 23.073 -6.818 5.392
Si 25.749 -4.098 5.411
Si 28.493 -1.317 5.394
Si 31.189 1.392 5.377
Si 28.465 4.102 5.351
Si 31.187 6.83 5.367
Si 28.505 -6.767 5.375
Si 31.218 -4.038 5.339
Si 33.913 -1.299 5.312
Si 36.637 1.414 5.312
Si 33.924 4.141 5.342
Si 36.636 6.856 5.27
Si 33.906 -6.739 5.342
Si 36.657 -4.028 5.355
Si 39.417 -1.28 5.307
Si 42.129 1.458 5.203
Si 39.36 4.168 5.255
Si 42.125 6.896 5.227
Si 39.369 -6.72 5.26
Si 42.113 -4.006 5.232
Si 44.847 -1.262 5.213
Si 47.602 1.448 5.212
Si 44.861 4.161 5.161
Si 47.583 6.859 5.13
Si 44.85 -6.728 5.17
Si 47.603 -4.003 5.175
Si 50.324 -1.286 5.182
Si 53.052 1.418 5.17
Si 50.325 4.153 5.15
Si -44.859 6.831 5.189
Si 50.332 -6.763 5.181
Si -44.8 -4.086 5.242
Si -42.056 -1.326 5.227
Si -39.412 1.39 5.242
Si -42.151 4.111 5.187
Si -39.426 6.847 5.282
Si -42.102 -6.758 5.213
Si -39.415 -4.058 5.294
Si -36.697 -1.33 5.35
Si -33.954 1.394 5.453
Si -36.675 4.089 5.301
Si -33.919 6.807 5.377
Si -36.689 -6.771 5.384
Si -33.932 -4.028 5.413
Si -31.204 -1.317 5.426
Si -28.518 1.386 5.459
Si -31.235 4.148 5.45
Si -28.507 6.857 5.459
Si -31.188 -6.778 5.4
Si -28.467 -4.08 5.424
Si -25.794 -1.368 5.477
Si -23.085 1.352 5.527
Si -25.799 4.119 5.5
Si -23.077 6.821 5.575
Si -25.813 -6.725 5.483
Si -23.103 -4.021 5.493
Si -20.4 -1.331 5.561
Si -17.665 1.315 5.581
Si -20.334 4.029 5.622
Si -17.641 6.759 5.676
Si -20.372 -6.78 5.604
Si -17.653 -4.072 5.622
Si -14.95 -1.372 5.622
Si -12.231 1.314 5.655
Si -14.942 4.024 5.685
Si -12.21 6.751 5.694
Si -14.917 -6.815 5.729
Si -12.198 -4.096 5.636
Si -9.52 -1.415 5.618
Si -6.811 1.271 5.624
Si -9.503 4.013 5.689
Si -6.799 6.739 5.617
Si -9.493 -6.841 5.65
Si -6.78 -4.163 5.625
Si -4.049 -1.437 5.595
Si -1.353 1.286 5.574
Si -4.095 4.018 5.622
Si -1.351 6.707 5.562
Si -4.082 -6.882 5.595
Si -1.328 -4.148 5.533
Si 2.723 -0.085 6.874
Si 5.424 2.649 6.848
Si 2.715 5.394 6.866
Si 5.415 8.093 6.858
Si 2.707 10.791 6.885
Si 5.421 -2.798 6.84
Si 8.144 -0.071 6.869
Si 10.868 2.654 6.832
Si 8.147 5.363 6.836
Si 10.848 8.099 6.82
Si 8.106 10.823 6.855
Si 10.827 -2.767 6.868
Si 13.576 -0.042 6.823
Si 16.286 2.689 6.812
Si 13.57 5.388 6.841
Si 16.285 -8.212 6.851
Si 13.56 -5.499 6.838
Si 16.275 -2.776 6.778
Si 18.992 -0.05 6.815
Si 21.709 2.661 6.786
Si 18.992 5.392 6.788
Si 21.699 -8.189 6.739
Si 18.997 -5.468 6.784
Si 21.729 -2.738 6.785
Si 24.409 -0.018 6.734
Si 27.125 2.73 6.721
Si 24.422 5.429 6.765
Si 27.157 -8.145 6.739
Si 24.412 -5.46 6.775
Si 27.132 -2.712 6.725
Si 29.853 0.03 6.746
Si 32.568 2.768 6.694
Si 29.837 5.454 6.711
Si 32.56 -8.118 6.694
Si 29.867 -5.402 6.711
Si 32.587 -2.68 6.683
Si 35.288 0.048 6.665
Si 38.035 2.777 6.623
Si 35.313 5.489 6.664
Si 38.023 -8.107 6.608
Si 35.307 -5.412 6.684
Si 38.046 -2.651 6.651
Si 40.805 0.082 6.602
Si 43.511 2.801 6.544
Si 40.764 5.516 6.578
Si 43.51 -8.084 6.561
Si 40.766 -5.38 6.594
Si 43.504 -2.656 6.564
Si 46.235 0.076 6.557
Si 48.983 2.795 6.541
Si 46.238 5.503 6.518
Si 48.955 -8.126 6.519
Si 46.231 -5.376 6.522
Si 48.972 -2.66 6.54
Si 51.695 0.061 6.541
Si -43.513 2.762 6.558
Si -46.236 5.486 6.542
Si -43.489 -8.127 6.552
Si -46.212 -5.425 6.563
Si -43.459 -2.681 6.575
Si -40.748 0.032 6.626
Si -38.063 2.743 6.643
Si -40.805 5.467 6.594
Si -38.069 -8.145 6.691
Si -40.787 -5.412 6.633
Si -38.062 -2.703 6.679
Si -35.346 0.017 6.745
Si -32.613 2.782 6.795
Si -35.317 5.441 6.699
Si -32.583 -8.133 6.75
Si -35.32 -5.404 6.734
Si -32.585 -2.673 6.779
Si -29.884 0.038 6.823
Si -27.167 2.743 6.841
Si -29.875 5.493 6.817
Si -27.163 -8.11 6.839
Si -29.858 -5.418 6.788
Si -27.149 -2.726 6.838
Si -24.459 -0.003 6.874
Si -21.739 2.688 6.939
Si -24.457 5.458 6.902
Si -21.741 -8.14 6.952
Si -24.463 -5.382 6.869
Si -21.758 -2.698 6.913
Si -19.031 -0.013 6.96
Si -16.335 2.674 7
Si -19.015 5.404 7.008
Si -16.294 -8.192 7.041
Si -19.017 -5.433 6.977
Si -16.303 -2.723 6.997
Si -13.596 -0.034 7.012
Si -10.879 2.668 7.03
Si -13.586 5.397 7.04
Si -10.848 -8.195 7.028
Si -13.557 -5.432 7.037
Si -10.858 -2.752 7.016
Si -8.165 -0.065 6.995
Si -5.45 2.651 6.974
Si -8.145 5.399 7.013
Si -5.437 -8.222 6.977
Si -8.142 -5.487 7.012
Si -5.413 -2.791 6.962
Si -2.71 -0.059 6.949
Si 0.013 2.661 6.907
Si -2.715 5.379 6.954
Si 0.017 8.109 6.868
Si -2.696 -5.504 6.91
Si 0.009 -2.779 6.898
Si 1.378 1.293 8.247
Si 4.082 4.025 8.219
Si 1.363 6.747 8.243
Si 4.072 9.446 8.242
Si 1.365 -4.148 8.247
Si 4.084 -1.437 8.228
Si 6.789 1.302 8.218
Si 9.513 4.016 8.199
Si 6.8 6.739 8.202
Si 9.494 9.461 8.19
Si 6.777 -4.131 8.227
Si 9.503 -1.404 8.241
Si 12.233 1.314 8.2
Si 14.942 4.04 8.19
Si 12.216 6.759 8.192
Si 14.936 -6.836 8.199
Si 12.206 -4.134 8.199
Si 14.939 -1.411 8.167
Si 17.652 1.332 8.169
Si 20.366 4.044 8.139
Si 17.658 6.75 8.18
Si 20.364 -6.829 8.129
Si 17.649 -4.107 8.154
Si 20.367 -1.394 8.16
Si 23.074 1.322 8.135
Si 25.785 4.075 8.109
Si 23.063 6.79 8.114
Si 25.792 -6.809 8.11
Si 23.081 -4.092 8.144
Si 25.783 -1.359 8.093
Si 28.493 1.388 8.086
Si 31.212 4.109 8.058
Si 28.507 6.814 8.089
Si 31.221 -6.766 8.063
Si 28.501 -4.065 8.075
Si 31.23 -1.342 8.06
Si 33.944 1.403 8.029
Si 36.686 4.12 7.996
Si 33.945 6.835 8.018
Si 36.68 -6.778 8.001
Si 33.955 -4.042 8.028
Si 36.676 -1.309 7.999
Si 39.418 1.412 7.954
Si 42.139 4.138 7.911
Si 39.409 6.856 7.948
Si 42.145 -6.748 7.928
Si 39.418 -4.034 7.967
Si 42.158 -1.305 7.934
Si 44.871 1.429 7.905
Si 47.601 4.142 7.886
Si 44.876 6.851 7.891
Si 47.597 -6.752 7.874
Si 44.871 -4.035 7.9
Si 47.597 -1.312 7.896
Si 50.33 1.416 7.901
Si -44.877 4.123 7.913
Si 50.313 6.839 7.895
Si -44.861 -6.782 7.927
Si 50.34 -4.032 7.892
Si -44.86 -1.313 7.901
Si -42.154 1.399 7.94
Si -39.44 4.115 7.979
Si -42.157 6.835 7.95
Si -39.435 -6.766 8.018
Si -42.144 -4.042 7.976
Si -39.419 -1.326 8.019
Si -36.721 1.399 8.055
Si -33.996 4.12 8.13
Si -36.698 6.814 8.043
Si -33.968 -6.772 8.096
Si -36.706 -4.046 8.066
Si -33.983 -1.328 8.118
Si -31.265 1.404 8.159
Si -28.538 4.114 8.189
Si -31.259 6.839 8.16
Si -28.537 -6.767 8.196
Si -31.243 -4.055 8.136
Si -28.533 -1.346 8.177
Si -25.826 1.374 8.222
Si -23.109 4.08 8.269
Si -25.83 6.835 8.229
Si -23.126 -6.763 8.263
Si -25.82 -4.053 8.253
Si -23.117 -1.344 8.278
Si -20.388 1.348 8.326
Si -17.67 4.049 8.374
Si -20.395 6.8 8.32
Si -17.671 -6.801 8.356
Si -20.403 -4.063 8.301
Si -17.678 -1.368 8.346
Si -14.958 1.331 8.368
Si -12.225 4.042 8.394
Si -14.942 6.768 8.396
Si -12.21 -6.82 8.383
Si -14.945 -4.079 8.375
Si -12.232 -1.394 8.372
Si -9.513 1.302 8.37
Si -6.789 4.024 8.352
Si -9.498 6.76 8.383
Si -6.784 -6.857 8.355
Si -9.498 -4.116 8.37
Si -6.778 -1.424 8.328
Si -4.071 1.299 8.316
Si -1.346 4.013 8.289
Si -4.067 6.744 8.323
Si -1.338 -6.864 8.263
Si -4.047 -4.15 8.304
Si -1.341 -1.424 8.282
Si 0.02 -0.053 9.625
Si 2.734 2.667 9.599
Si 0.012 5.394 9.628
Si 2.722 8.098 9.611
Si 0.009 -5.493 9.623
Si 2.727 -2.785 9.599
Si 5.439 -0.061 9.583
Si 8.159 2.665 9.57
Si 5.449 5.384 9.578
Si 8.155 8.103 9.566
Si 5.432 -5.497 9.59
Si 8.143 -2.771 9.584
Si 10.88 -0.039 9.574
Si 13.593 2.681 9.553
Si 10.869 5.394 9.554
Si 13.58 -8.199 9.552
Si 10.856 -5.497 9.558
Si 13.583 -2.764 9.543
Si 16.301 -0.038 9.526
Si 19.022 2.694 9.519
Si 16.303 5.401 9.545
Si 19.022 -8.184 9.509
Si 16.304 -5.463 9.536
Si 19.01 -2.749 9.521
Si 21.726 -0.023 9.511
Si 24.433 2.709 9.47
Si 21.724 5.422 9.485
Si 24.435 -8.172 9.467
Si 21.722 -5.461 9.491
Si 24.45 -2.721 9.477
Si 27.145 0.011 9.438
Si 29.867 2.746 9.422
Si 27.15 5.448 9.448
Si 29.875 -8.138 9.423
Si 27.157 -5.434 9.445
Si 29.874 -2.705 9.413
Si 32.604 0.028 9.389
Si 35.335 2.752 9.358
Si 32.597 5.469 9.384
Si 35.328 -8.141 9.355
Si 32.604 -5.409 9.388
Si 35.337 -2.687 9.358
Si 38.07 0.041 9.322
Si 40.797 2.766 9.283
Si 38.071 5.477 9.316
Si 40.799 -8.123 9.286
Si 38.066 -5.412 9.317
Si 40.803 -2.679 9.292
Si 43.531 0.047 9.267
Si 46.249 2.772 9.249
Si 43.521 5.482 9.255
Si 46.241 -8.116 9.245
Si 43.52 -5.4 9.271
Si 46.241 -2.683 9.251
Si 48.966 0.043 9.25
Si -46.235 2.762 9.274
Si 48.957 5.483 9.26
Si -46.24 -8.137 9.266
Si 48.965 -5.397 9.235
Si -46.226 -2.674 9.262
Si -43.519 0.038 9.294
Si -40.805 2.751 9.331
Si -43.526 5.475 9.295
Si -40.809 -8.136 9.344
Si -43.521 -5.41 9.306
Si -40.795 -2.69 9.353
Si -38.078 0.029 9.401
Si -35.375 2.747 9.448
Si -38.088 5.46 9.381
Si -35.356 -8.138 9.429
Si -38.082 -5.412 9.399
Si -35.361 -2.691 9.452
Si -32.648 0.04 9.497
Si -29.917 2.757 9.538
Si -32.642 5.479 9.498
Si -29.914 -8.124 9.54
Si -32.629 -5.411 9.482
Si -29.914 -2.698 9.529
Si -27.201 0.015 9.571
Si -24.484 2.727 9.617
Si -27.2 5.47 9.578
Si -24.486 -8.136 9.615
Si -27.199 -5.418 9.588
Si -24.481 -2.7 9.636
Si -21.766 -0.003 9.672
Si -19.049 2.703 9.717
Si -21.768 5.437 9.66
Si -19.046 -8.162 9.697
Si -21.77 -5.425 9.654
Si -19.047 -2.724 9.696
Si -16.32 -0.019 9.729
Si -13.598 2.688 9.741
Si -16.317 5.415 9.738
Si -13.584 -8.174 9.741
Si -16.314 -5.445 9.725
Si -13.591 -2.733 9.748
Si -10.872 -0.039 9.738
Si -8.155 2.677 9.718
Si -10.867 5.409 9.746
Si -8.145 -8.195 9.736
Si -10.857 -5.461 9.746
Si -8.133 -2.758 9.719
Si -5.427 -0.054 9.685
Si -2.708 2.666 9.661
Si -5.425 5.393 9.697
Si -2.699 -8.202 9.655
Si -5.413 -5.486 9.69
Si -2.7 -2.772 9.655
Si 1.382 -1.419 10.969
Si 4.095 1.305 10.956
Si 1.379 4.027 10.972
Si 4.099 6.744 10.954
Si 1.376 9.472 10.974
Si 4.088 -4.133 10.961
Si 6.8 -1.408 10.95
Si 9.528 1.322 10.935
Si 6.817 4.032 10.94
Si 9.527 6.756 10.928
Si 6.811 9.472 10.935
Si 9.515 -4.128 10.928
Si 12.245 -1.4 10.922
Si 14.962 1.326 10.902
Si 12.245 4.05 10.911
Si 14.952 -9.551 10.902
Si 12.235 -6.837 10.921
Si 14.955 -4.104 10.91
Si 17.672 -1.378 10.893
Si 20.387 1.347 10.882
Si 17.68 4.054 10.891
Si 20.387 -9.535 10.862
Si 17.677 -6.82 10.881
Si 20.381 -4.102 10.869
Si 23.105 -1.369 10.854
Si 25.801 1.36 10.817
Si 23.089 4.071 10.842
Si 25.798 -9.525 10.822
Si 23.097 -6.81 10.841
Si 25.816 -4.079 10.822
Si 28.521 -1.35 10.773
Si 31.244 1.38 10.746
Si 28.518 4.095 10.792
Si 31.248 -9.498 10.756
Si 28.52 -6.793 10.794
Si 31.244 -4.064 10.752
Si 33.984 -1.334 10.719
Si 36.714 1.384 10.69
Si 33.973 4.102 10.715
Si 36.707 -9.505 10.68
Si 33.977 -6.784 10.711
Si 36.712 -4.062 10.681
Si 39.441 -1.338 10.653
Si 42.159 1.387 10.62
Si 39.443 4.109 10.652
Si 42.163 -9.499 10.63
Si 39.441 -6.778 10.647
Si 42.162 -4.053 10.636
Si 44.884 -1.33 10.612
Si 47.599 1.396 10.604
Si 44.881 4.112 10.608
Si 47.587 -9.484 10.611
Si 44.876 -6.778 10.618
Si 47.601 -4.05 10.603
Si 50.32 -1.318 10.618
Si -44.888 1.399 10.647
Si -47.608 4.116 10.622
Si -44.892 -9.488 10.647
Si -47.605 -6.764 10.601
Si -44.886 -4.037 10.644
Si -42.176 -1.326 10.68
Si -39.458 1.395 10.725
Si -42.176 4.116 10.674
Si -39.46 -9.491 10.726
Si -42.169 -6.763 10.688
Si -39.45 -4.041 10.74
Si -36.736 -1.323 10.792
Si -34.031 1.397 10.839
Si -36.75 4.109 10.784
Si -34.02 -9.481 10.834
Si -36.735 -6.774 10.773
Si -34.014 -4.052 10.825
Si -31.302 -1.334 10.864
Si -28.578 1.385 10.913
Si -31.302 4.115 10.879
Si -28.578 -9.488 10.924
Si -31.292 -6.762 10.879
Si -28.581 -4.055 10.927
Si -25.862 -1.336 10.971
Si -23.138 1.375 11.01
Si -25.855 4.103 10.958
Si -23.14 -9.507 10.994
Si -25.862 -6.784 10.968
Si -23.137 -4.068 11.011
Si -20.413 -1.361 11.05
Si -17.685 1.348 11.081
Si -20.422 4.081 11.05
Si -17.693 -9.524 11.067
Si -20.419 -6.789 11.036
Si -17.687 -4.081 11.076
Si -14.955 -1.37 11.104
Si -12.226 1.332 11.1
Si -14.955 4.06 11.097
Si -12.225 -9.535 11.101
Si -14.957 -6.808 11.092
Si -12.226 -4.097 11.102
Si -9.495 -1.396 11.084
Si -6.784 1.31 11.055
Si -9.507 4.039 11.095
Si -6.783 -9.567 11.074
Si -9.496 -6.821 11.102
Si -6.766 -4.121 11.067
Si -4.059 -1.415 11.031
Si -1.34 1.3 10.999
Si -4.058 4.029 11.037
Si -1.341 6.755 11.006
Si -4.052 -6.848 11.039
Si -1.336 -4.13 11.002
Si 2.747 -0.064 12.322
Si 5.464 2.671 12.305
Si 2.742 5.394 12.323
Si 5.462 8.117 12.303
Si 2.734 10.837 12.328
Si 5.449 -2.768 12.317
Si 8.172 -0.043 12.294
Si 10.899 2.692 12.279
Si 8.184 5.394 12.298
Si 10.889 8.123 12.288
Si 8.166 10.838 12.298
Si 10.884 -2.764 12.278
Si 13.61 -0.028 12.27
Si 16.331 2.696 12.251
Si 13.604 5.413 12.272
Si 16.326 -8.184 12.241
Si 13.604 -5.472 12.275
Si 16.319 -2.733 12.264
Si 19.036 -0.009 12.251
Si 21.755 2.716 12.23
Si 19.042 5.43 12.235
Si 21.756 -8.175 12.211
Si 19.039 -5.458 12.243
Si 21.755 -2.732 12.21
Si 24.468 0.003 12.2
Si 27.163 2.733 12.153
Si 24.451 5.434 12.194
Si 27.168 -8.159 12.161
Si 24.466 -5.444 12.187
Si 27.189 -2.711 12.155
Si 29.886 0.022 12.102
Si 32.623 2.737 12.077
Si 29.893 5.46 12.12
Si 32.626 -8.135 12.083
Si 29.897 -5.424 12.121
Si 32.624 -2.696 12.071
Si 35.374 0.008 12.056
Si 38.097 2.74 12.017
Si 35.356 5.456 12.045
Si 38.099 -8.156 12
Si 35.365 -5.435 12.034
Si 38.101 -2.717 12.013
Si 40.822 0.013 11.987
Si 43.531 2.734 11.961
Si 40.821 5.447 11.999
Si 43.529 -8.153 11.987
Si 40.807 -5.426 11.993
Si 43.534 -2.699 11.976
Si 46.241 0.03 11.962
Si 48.955 2.743 11.973
Si 46.235 5.461 11.972
Si 48.949 -8.122 11.955
Si 46.244 -5.419 11.961
Si 48.95 -2.685 11.966
Si 51.666 0.039 12
Si -43.545 2.759 12.026
Si -46.257 5.471 11.993
Si -43.539 -8.13 12.021
Si -46.256 -5.41 11.975
Si -43.538 -2.687 12.035
Si -40.824 0.023 12.058
Si -38.113 2.735 12.126
Si -40.831 5.462 12.069
Si -38.121 -8.127 12.113
Si -40.825 -5.404 12.076
Si -38.112 -2.687 12.132
Si -35.405 0.036 12.185
Si -32.685 2.755 12.219
Si -35.403 5.471 12.164
Si -32.673 -8.122 12.215
Si -35.395 -5.413 12.162
Si -32.681 -2.689 12.214
Si -29.963 0.022 12.248
Si -27.238 2.746 12.3
Si -29.966 5.479 12.262
Si -27.235 -8.14 12.319
Si -29.959 -5.41 12.278
Si -27.24 -2.701 12.311
Si -24.517 0.02 12.355
Si -21.797 2.73 12.405
Si -24.512 5.457 12.35
Si -21.792 -8.155 12.379
Si -24.516 -5.434 12.35
Si -21.784 -2.724 12.397
Si -19.059 -0.005 12.43
Si -16.327 2.709 12.449
Si -19.064 5.44 12.419
Si -16.336 -8.169 12.438
Si -19.062 -5.442 12.424
Si -16.326 -2.727 12.457
Si -13.582 -0.017 12.469
Si -10.864 2.688 12.47
Si -13.595 5.427 12.453
Si -10.867 -8.17 12.462
Si -13.598 -5.448 12.46
Si -10.854 -2.739 12.458
Si -8.135 -0.033 12.44
Si -5.42 2.673 12.402
Si -8.145 5.402 12.447
Si -5.422 -8.193 12.414
Si -8.127 -5.457 12.451
Si -5.41 -2.754 12.423
Si -2.694 -0.051 12.376
Si 0.021 2.668 12.342
Si -2.7 5.403 12.38
Si 0.019 8.132 12.349
Si -2.695 -5.468 12.381
Si 0.026 -2.76 12.35
Si 1.381 1.286 13.678
Si 4.112 4.035 13.668
Si 1.391 6.771 13.682
Si 4.113 9.486 13.668
Si 1.393 -4.114 13.7
Si 4.106 -1.413 13.697
Si 6.828 1.316 13.666
Si 9.56 4.044 13.659
Si 6.838 6.769 13.655
Si 9.546 9.499 13.651
Si 6.814 -4.124 13.669
Si 9.536 -1.401 13.644
Si 12.27 1.346 13.633
Si 14.994 4.071 13.614
Si 12.254 6.769 13.648
Si 14.981 -6.836 13.617
Si 12.252 -4.109 13.642
Si 14.975 -1.367 13.638
Si 17.692 1.36 13.626
Si 20.41 4.088 13.596
Si 17.695 -9.528 13.602
Si 20.419 -6.816 13.584
Si 17.694 -4.089 13.61
Si 20.428 -1.361 13.585
Si 23.139 1.371 13.582
Si 25.818 4.078 13.541
Si 23.113 -9.527 13.577
Si 25.826 -6.804 13.541
Si 23.126 -4.083 13.56
Si 25.852 -1.355 13.532
Si 28.534 1.369 13.477
Si 31.268 4.093 13.442
Si 28.536 -9.523 13.502
Si 31.27 -6.785 13.452
Si 28.554 -4.073 13.5
Si 31.262 -1.338 13.425
Si 34.003 1.365 13.399
Si 36.732 4.087 13.373
Si 34.004 -9.503 13.404
Si 36.753 -6.802 13.355
Si 34.001 -4.081 13.378
Si 36.76 -1.369 13.38
Si 39.479 1.371 13.346
Si 42.186 4.067 13.338
Si 39.454 -9.527 13.349
Si 42.154 -6.805 13.336
Si 39.456 -4.087 13.37
Si 42.172 -1.363 13.342
Si 44.863 1.359 13.323
Si 47.584 4.085 13.325
Si 44.874 -9.532 13.352
Si 47.584 -6.789 13.326
Si 44.892 -4.068 13.323
Si 47.588 -1.325 13.327
Si 50.301 1.398 13.359
Si -44.915 4.12 13.38
Si 50.29 -9.48 13.32
Si -44.9 -6.754 13.354
Si 50.29 -4.063 13.321
Si 53.011 -1.32 13.376
Si -42.195 1.388 13.385
Si -39.491 4.097 13.454
Si -42.204 -9.491 13.408
Si -39.483 -6.755 13.465
Si -42.189 -4.039 13.423
Si -39.491 -1.32 13.468
Si -36.782 1.386 13.542
Si -34.065 4.119 13.561
Si -36.782 -9.484 13.496
Si -34.047 -6.756 13.551
Si -36.77 -4.052 13.51
Si -34.064 -1.328 13.558
Si -31.347 1.378 13.589
Si -28.618 4.12 13.633
Si -31.344 -9.481 13.611
Si -28.617 -6.778 13.662
Si -31.345 -4.039 13.611
Si -28.626 -1.331 13.641
Si -25.898 1.39 13.693
Si -23.173 4.104 13.75
Si -25.884 -9.5 13.7
Si -23.173 -6.802 13.728
Si -25.902 -4.077 13.687
Si -23.167 -1.352 13.723
Si -20.43 1.368 13.771
Si -17.697 4.088 13.788
Si -20.443 -9.513 13.76
Si -17.704 -6.807 13.795
Si -20.437 -4.086 13.781
Si -17.701 -1.36 13.805
Si -14.952 1.356 13.808
Si -12.233 4.068 13.814
Si -14.973 -9.529 13.801
Si -12.23 -6.8 13.823
Si -14.958 -4.084 13.826
Si -12.202 -1.373 13.83
Si -9.487 1.321 13.822
Si -6.78 4.02 13.782
Si -9.496 -9.535 13.806
Si -6.759 -6.818 13.8
Si -9.482 -4.086 13.819
Si -6.766 -1.389 13.796
Si -4.054 1.307 13.744
Si -1.332 4.03 13.714
Si -4.066 6.756 13.755
Si -1.319 9.507 13.726
Si -4.037 -4.112 13.771
Si -1.332 -1.411 13.729
Si 0.041 -0.062 15.076
Si 2.751 2.65 15
Si 0.034 5.412 15.04
Si 2.749 8.147 15.028
Si 0.028 -5.427 15.089
Si 2.763 -2.782 15.073
Si 5.48 -0.046 15.038
Si 8.209 2.671 15.012
Si 5.481 5.412 15.009
Si 8.197 8.143 15.012
Si 5.462 10.843 15.045
Si 8.178 -2.757 15.014
Si 10.908 -0.024 14.975
Si 13.651 2.715 14.977
Si 10.912 5.413 15.031
Si 13.636 8.123 14.995
Si 10.907 10.853 15.022
Si 13.612 -2.733 14.987
Si 16.329 0.013 14.996
Si 19.051 2.75 14.968
Si 16.345 5.444 14.978
Si 19.077 -8.181 14.951
Si 16.352 -5.474 14.963
Si 19.079 -2.718 14.945
Si 21.793 0.01 14.941
Si 24.507 2.724 14.955
Si 21.781 5.432 14.966
Si 24.479 -8.163 14.923
Si 21.786 -5.449 14.93
Si 24.513 -2.723 14.892
Si 27.21 0.019 14.878
Si 29.895 2.743 14.796
Si 27.179 5.441 14.882
Si 29.919 -8.149 14.813
Si 27.208 -5.441 14.871
Si 29.924 -2.681 14.811
Si 32.642 0.008 14.754
Si 35.379 2.723 14.726
Si 32.648 5.458 14.764
Si 35.411 -8.156 14.715
Si 32.646 -5.406 14.767
Si 35.408 -2.767 14.707
Si 38.152 -0.006 14.702
Si 40.863 2.69 14.711
Si 38.115 5.425 14.716
Si 40.815 -8.186 14.707
Si 38.119 -5.479 14.726
Si 40.833 -2.737 14.707
Si 43.527 -0.015 14.703
Si 46.207 2.721 14.672
Si 43.523 5.405 14.72
Si 46.255 -8.18 14.689
Si 43.531 -5.449 14.66
Si 46.23 -2.691 14.683
Si 48.928 0.036 14.703
Si 51.643 2.761 14.739
Si 48.944 5.456 14.663
Si 51.642 -8.117 14.675
Si 48.922 -5.416 14.681
Si 51.632 -2.707 14.686
Si 54.369 0.045 14.746
Si -40.859 2.716 14.784
Si -43.578 5.479 14.764
Si -40.868 -8.123 14.785
Si -43.566 -5.404 14.755
Si -40.852 -2.681 14.821
Si -38.167 0.018 14.889
Si -35.428 2.752 14.914
Si -38.149 5.46 14.829
Si -35.44 -8.113 14.868
Si -38.143 -5.401 14.868
Si -35.444 -2.687 14.9
Si -32.721 0.02 14.947
Si -30.007 2.753 14.948
Si -32.74 5.493 14.951
Si -30 -8.134 15.008
Si -32.728 -5.394 14.956
Si -29.998 -2.685 14.995
Si -27.29 0.029 15.022
Si -24.568 2.751 15.091
Si -27.278 5.47 15.033
Si -24.541 -8.149 15.098
Si -27.271 -5.431 15.054
Si -24.551 -2.722 15.052
Si -21.812 -0.002 15.101
Si -19.079 2.746 15.137
Si -21.822 5.472 15.129
Si -19.082 -8.174 15.141
Si -21.823 -5.463 15.113
Si -19.075 -2.726 15.153
Si -16.328 0.012 15.157
Si -13.598 2.716 15.183
Si -16.328 5.429 15.17
Si -13.622 -8.159 15.159
Si -16.341 -5.45 15.168
Si -13.571 -2.725 15.183
Si -10.832 -0.025 15.213
Si -8.105 2.658 15.183
Si -10.866 5.433 15.165
Si -8.128 -8.171 15.161
Si -10.854 -5.432 15.177
Si -8.127 -2.715 15.189
Si -5.385 -0.04 15.148
Si -2.69 2.668 15.082
Si -5.418 5.38 15.126
Si -2.703 8.16 15.062
Si -5.398 -5.443 15.156
Si -2.674 -2.751 15.13
O 22.131 -5.643 -3.231
O 15.652 2.284 -3.435
O 2.955 0.047 22.15
O 4.424 2.015 22.877
O 2.475 5.13 22.221
O 6.454 -7.418 22.985
O 5.433 -5.932 -3.448
O 0.73 4.25 -3.861
O 2.241 -6.842 22.907
O 12.18 -0.647 24.773
O 5.53 -2.712 22.232
O 3.208 4.226 -6.677
O 2.839 -2.394 24.86
O 9.718 -1.463 23.899
O 10.762 2.644 22.179
O 6.791 3.522 22.922
O 8.26 5.496 22.125
O 11.83 -1.909 -6.757
O 7.128 3.907 -6.178
O 8.189 -5.622 22.172
O 10.001 -4.501 23.532
O 12.206 -4.214 -1.828
O 13.65 -0.179 22.141
O 15.557 1.375 23.002
O 12.316 4.183 23.416
O 14.41 6.502 -1.682
O 16.399 -8.053 22.312
O 12.691 6.277 -6.225
O 12.082 -7.002 22.912
O 16.681 -2.317 25.104
O -0.949 -3.799 23.449
O 2.638 1.729 -6.908
O 3.765 7.242 23.134
O 6.932 -1.325 -5.23
O 9.403 -5.677 -5.475
O 17.794 0.256 -2.655
O 24.223 -3.54 -3.615
O 13.519 8.039 -3.619
O 14.352 5.691 -4.282
O 11.617 3.591 26.043
O 18.12 -3.891 -5.646
O -1.009 2.569 -2.823
O 4.752 6.424 -3.706
O 15.357 -0.301 -3.328
O 14.652 6.583 23.343
O 7.668 -2.935 24.815
O 14.609 -3.49 -1.113
O 15.28 -3.581 23.177
O 17.312 0.174 24.608
O 7.135 5.369 -3.268
O 16.171 2.482 25.211
O 13.14 1.05 -3.299
O -3.538 -7.143 -1.217
O 12.076 6.032 -2.908
O 3.3 1.574 -0.999
O 17.654 1.371 -4.963
O 20.861 7.939 -3.06
O 19.585 7.206 -0.966
O 0.202 -2.4 25.428
O 14.117 -2.377 25.219
O 6.341 1.701 24.603
O -45.341 -4.166 23.114
O 6.38 -8.1 25.482
O 11.308 -3.081 25.216
O 3.966 2.333 -4.76
O 33.972 -0.54 -6.12
O 9.66 4.895 -2.763
O 10.421 6.407 -0.848
O 36.967 3.572 24.488
O 8.239 2.875 -3.389
O -5.113 3.306 25.761
O 3.992 -0.131 -5.623
O -35.86 4.927 -6.158
O -17.443 1.655 -6.106
O 17.923 -5.783 -3.736
O 10.077 7.296 22.975
O -0.772 6.405 -4.423
O 18.269 7.861 -3.273
O -31.373 -6.82 -4.011
O 13.725 -5.767 -3.138
O 12.693 -1.716 -1.326
O 13.623 2.554 -0.418
O 3.354 0.136 -3.147
O 15.647 0.868 -1.049
O -36.368 -5.825 22.955
O 1.11 3.665 -1.362
O -0.12 5.471 -0.153
O -16.062 6.278 -5.079
O 15.907 -7.319 -3.178
O 17.848 -6.872 -1.368
O -0.126 -5.474 -0.282
O 16.714 -1.494 -1.189
O 2.661 -2.656 -0.524
O 5.378 -0.063 -0.437
O 7.168 -1.769 -1.426
O 8.34 0.318 -3.705
O 16.016 5.103 25.021
O 5.5 5.301 -0.355
O 3.376 6.38 -1.342
O 8.286 7.95 -0.301
O 6.826 -6.568 -1.346
O 4.384 -4.142 -1.774
O 8.894 1.421 -1.298
O 14.537 -6.644 -5.4
O 27.218 -1.134 23.363
O 3.838 -4.305 23.354
O -29.685 3.266 25.738
O 11.752 1.118 -5.522
O -38.334 0.194 -0.788
O 12.333 -6.901 -1.272
O -8.279 6.865 -4.664
O 10.489 -5.582 -0.229
O 10.861 -0.081 -0.442
O 10.74 5.697 24.922
O 43.821 7.566 -5.733
O 33.038 -2.929 25.003
O -32.448 7.468 -2.662
O 21.122 1.597 23.049
O 17.487 3.751 23.287
O 11.681 4.108 -1.25
O 22.832 -7.216 23.125
O 24.434 2.707 -3.497
O 17.803 3.8 -3.79
O 18.034 -6.186 23.151
O 23.314 -1.151 23.158
O 21.747 -2.772 22.027
O 19.736 -4.259 22.688
O 20.493 -6.397 23.963
O 25.735 0.997 23.121
O 27.32 2.714 21.969
O 22.458 3.856 23.038
O 24.496 5.387 22.186
O 41.814 -3.209 -1.407
O 26.459 6.036 25.547
O -36.852 -4.123 -3.519
O 24.559 -5.446 22.2
O 26.235 -3.66 23.106
O 25.237 -1.035 24.842
O 30.749 -0.272 24.873
O 29.739 -0.344 22.46
O 1.092 -1.121 23.42
O 31.575 1.371 23.03
O 29.081 4.189 23.149
O 31.393 3.576 -5.704
O 32.708 -8.147 21.971
O 33.571 -1.561 22.789
O 34.704 6.852 -5.961
O 28.647 -7.472 22.646
O 38.079 -3.61 24.945
O 11.836 -5.662 25.116
O -43.344 -7.873 22.028
O 21.771 -8.157 25.397
O -27.65 5.236 25.647
O 38.821 3.496 -4.07
O 27.587 -3.199 -3.371
O 8.625 -3.94 -1.3
O 27.599 -5.903 -3.696
O 31.146 2.508 -3.322
O -41.293 -1.944 -4.255
O 30.865 -7.759 -3.5
O 27.123 0.533 25.414
O -12.669 -4.252 23.269
O 20.558 3.309 24.912
O 28.656 -2.829 22.509
O 30.455 -4.257 -6.74
O 5.786 0.607 -3.829
O 18.882 -4.492 25.078
O 25.965 -7.986 -3.821
O -33.997 -4.282 23.368
O -45.205 6.775 22.965
O 23.347 -8.19 -3.814
O -33.37 3.68 -5.347
O 39.003 -5.996 24.216
O 46.784 6.842 22.801
O 28.571 7.026 24.434
O 37.916 -5.322 -6.374
O 27.958 -7.795 -5.508
O 32.209 -5.376 25.133
O 15.147 5.802 -6.946
O 31.595 -2.631 -3.452
O -48.566 -1.325 22.657
O 26.583 -7.636 25.073
O 6.818 8.05 -3.487
O 24.506 7.906 -6.03
O 14.151 -6.922 24.662
O 24.675 -5.987 -4.791
O -47.004 4.256 22.602
O 20.159 1.348 -1.465
O 32.226 -5.15 -2.832
O 36.356 7.305 -1.346
O 48.259 -4.037 22.609
O 5.425 -3.344 -5.794
O 23.092 -4.266 -1.298
O -13.053 0.375 22.744
O 44.752 -1.233 -1.811
O 32.3 4.82 -3.545
O -10.484 -2.633 -3.021
O 21.079 -3.424 25.828
O 26.245 7.064 23.113
O 28.257 4.805 -1.251
O 26.237 6.542 -1.394
O 27.242 5.443 -3.609
O 24.452 0.197 -4.257
O -38.161 -5.295 24.854
O 40.663 -3.974 24.572
O 13.694 3.824 -6.016
O 24.976 1.705 -1.137
O -8.085 -5.616 22.344
O 34.671 -4.901 -3.667
O -40.652 3.002 25.236
O -21.499 -0.264 -0.805
O -21.481 7.767 24.988
O -3.965 -4.868 24.885
O 36.218 7.627 -3.894
O 31.486 -6.341 -5.619
O 25.039 -3.701 -6.144
O 28.568 -1.447 -1.694
O 30.659 -3.746 -1.271
O 29.8 2.815 -0.482
O -7.944 -1.661 -3.526
O -22.697 -1.939 -5.398
O 23.011 2.057 -5.545
O 3.61 -4.523 -4.515
O -39.604 -6.828 -5.867
O 16.396 5.322 -0.525
O 20.605 4.089 -6.113
O 33.375 -7.187 -4.003
O 34.151 -6.551 -1.59
O 16.115 -5.416 -0.254
O 33.951 -0.586 -1.3
O 18.845 -2.863 -0.464
O 21.851 -0.149 -0.407
O 23.657 -1.803 -1.482
O -38.716 6.794 -5.67
O 21.56 5.447 -0.414
O 19.535 5.595 -3.018
O 24.366 -8.186 -0.465
O 22.219 -6.675 -0.903
O 20.512 -4.684 -1.322
O -46.237 -3.002 -4.836
O -17.718 1.386 23.29
O 32.901 -4.119 -5.476
O 25.889 -1.242 -5.961
O 29.827 -4.563 -3.66
O 47.617 -3.373 -1.431
O 1.52 -0.411 -1.279
O 23.308 3.754 -1.364
O 30.446 7.107 -1.369
O 27.277 -5.427 -0.556
O 25.578 -3.614 -1.366
O 48.934 2.875 21.757
O 26.965 0.09 -0.467
O 38.441 1.453 24.662
O -43.566 -0.79 25.247
O -47.685 -3.831 24.258
O 35.453 0.028 21.909
O 37.105 1.947 22.478
O 35.113 5.028 21.864
O 33.1 3.012 21.894
O 36.766 6.488 23.084
O 36.3 4.014 -6.254
O 34.533 6.064 -2.722
O 34.632 -6.602 22.813
O 39.634 -0.788 22.696
O 38.136 -2.796 21.885
O 36.649 -4.907 22.453
O 41.566 -8.134 -6.811
O 41.557 1.041 22.817
O 43.389 2.71 21.874
O 39.159 3.443 22.96
O 40.77 5.266 21.966
O 38.728 -7.62 22.336
O 42.141 6.755 25.452
O 39.434 1.461 -5.809
O 40.668 -5.679 21.851
O 42.583 -4.212 22.776
O -2.666 -0.638 23.527
O 43.978 1.985 24.451
O 46.702 -1.058 22.277
O 45.993 0.498 25.334
O 47.956 0.947 22.985
O 48.513 -7.415 -2.939
O 48.844 -8.061 21.951
O 35.751 -5.295 24.804
O -48.827 3.027 -6.563
O 44.987 -7.501 22.853
O -47.045 2.574 24.661
O 30.581 6.922 22.767
O 38.074 0.932 -3.756
O 39.889 7.763 24.481
O -17.13 -0.414 25.186
O 36.911 5.885 25.698
O 45.429 0.747 -6.396
O -34.893 -3.798 -5.487
O 42.354 5.403 -5.995
O 47.86 1.341 -1.831
O -42.668 0.219 -3.484
O 45.976 -7.694 -3.593
O 42.018 -1.454 23.418
O 40.608 3.555 -6.598
O 44.238 -1.596 -6.893
O 44.523 -1.964 23.132
O 40.515 0.004 25.047
O -47.994 0.808 -5.729
O -9.316 5.196 -2.878
O 41.877 6.977 -1.741
O -4.318 1.17 -5.435
O 37.943 5.652 -0.172
O 38.219 -5.255 -3.789
O -38.108 -2.722 25.072
O 43.14 -3.17 25.039
O -5.812 -7.854 25.161
O 38.14 -1.087 25.461
O -37.522 -8.143 22.807
O -43.956 6.545 25.215
O 42.299 -6.408 -5.086
O -11.615 2.489 23.115
O 46.575 -5.334 -2.678
O -1.873 -3.86 25.989
O 46.571 3.214 -6.739
O -34.152 1.796 23.116
O -27.386 2.674 22.32
O -2.614 8.012 -3.481
O -9.441 -4.91 -2.583
O 45.6 0.956 -3.055
O 35.671 1.515 -1.192
O 47.29 -3.213 -4.046
O -45.656 7.612 -4.278
O -48.106 7.374 -5.398
O -22.344 -7.283 -5.303
O -48.629 -1.921 -5.138
O 39.409 -3.828 -1.991
O -44.595 -5.691 -5.995
O 20.83 7.403 23.076
O 42.606 -3.872 -4.635
O -16.226 -5.524 -0.13
O 42.652 6.771 22.925
O 48.196 5.281 -5.845
O 44.112 4.522 -1.612
O -16.136 3.344 25.84
O -26.695 7.799 25.653
O -48.161 -4.279 -6.204
O 30.085 3.718 25.632
O 36.639 -0.615 -5.553
O 33.531 1.411 -2.855
O 41.794 2.017 -1.326
O 46.243 -5.494 21.849
O -47.327 -6.625 -1.664
O -9.66 -7.073 -6.536
O 45.307 3.6 25.914
O 44.667 -1.002 -4.461
O -47.306 -6.67 -4.319
O -39.303 -1.064 23.499
O -23.288 4.092 24.234
O -33.657 1.063 -1.362
O 46.084 2.9 -0.73
O 35.696 -0.092 -3.215
O -20.558 7.341 -6.373
O 37.107 5.256 -2.934
O 44.721 6.84 24.511
O 33.881 3.841 -1.568
O 32.352 5.529 -0.472
O 33.898 2.938 -6.293
O -6.563 6.082 -1.111
O 32.465 -5.29 -0.157
O -47.678 -0.651 -1.198
O 35.241 -2.69 -0.52
O 37.889 0.123 -0.558
O 39.89 -1.344 -1.436
O 41.879 5.026 -3.233
O -10.285 2.464 25.432
O -17.054 -3.142 -5.373
O -24.711 3.138 -0.314
O 40.45 -7.93 -0.342
O 38.741 -6.288 -1.402
O 36.923 -4.415 -1.543
O -35.545 2.394 -5.914
O 42.966 0.351 -3.055
O 39.733 6.003 -6.435
O 29.617 4.499 -4.094
O 40.779 -2.289 -3.694
O 46.765 -1.48 -5.932
O -9.245 -0.676 23.221
O 44.454 -5.068 -6.052
O 39.095 3.899 -1.576
O 47.034 7.316 -1.49
O 44.977 -6.981 -1.399
O -40.09 2.104 -1.151
O 43.327 -5.217 -0.534
O 43.34 0.194 -0.282
O -21.682 5.374 25.822
O -24.364 -6.685 -3.716
O -42.479 -7.113 -5.45
O -46.45 0.081 21.939
O -32.707 -5.021 -0.323
O -29.463 -3.867 23.081
O -45.073 7.111 -1.752
O -38.895 7.636 25.048
O -21.487 -3.767 -6.703
O -48.512 -8.099 25.274
O -47.724 -5.935 22.69
O -41.829 -0.863 22.794
O -43.669 -2.57 22.034
O -7.43 3.452 -2.67
O -0.297 1.969 -5.568
O -40.246 1.243 22.875
O -38.279 2.789 22.074
O -37.863 3.449 -6.836
O -40.933 5.412 21.931
O 2.517 7.868 -3.371
O -19.624 -0.045 24.601
O -26.472 1.287 -5.815
O -39.486 -3.947 23.045
O -11.874 -6.632 23.977
O -31.209 -0.501 22.969
O -35.549 0.057 21.935
O -36.444 4.419 22.958
O -9.643 -7.576 23.092
O -35.953 -6.766 -1.575
O -36.189 7.343 -5.501
O -32.834 -8.198 22.153
O -32.682 -2.507 22.135
O 22.929 2.264 24.992
O -23.774 6.4 23.109
O -27.433 -7.209 -6.175
O -24.231 5.111 -3.748
O -42.19 -1.75 -1.807
O -25.719 -6.363 -1.408
O 19.193 -1.819 24.763
O -45.107 4.408 24.239
O -34.436 -0.336 -3.519
O -45.946 -7.775 26.031
O 14.15 -1.478 -5.768
O -22.319 6.225 -0.93
O -48.066 2.967 -4.08
O -34.966 7.857 -3.316
O -25.087 5.762 25.264
O -29.247 4.989 -3.147
O -45.637 -0.598 -5.232
O -36.895 -1.747 23.058
O -41.05 0.004 25.123
O -41.184 -7.307 24.887
O 47.695 1.726 -4.532
O -39.174 -5.43 -3.652
O 7.899 -3.696 -6.098
O -34.848 6.533 22.718
O -23.137 1.575 -1.484
O -41.287 6.391 25.026
O -5.377 2.7 22.342
O -5.765 -5.647 -3.325
O -36.202 1.003 -2.075
O -34.559 -2.396 25.132
O -18.816 -3.021 -3.515
O -38.966 6.406 -1.46
O -33.886 -1.481 -5.912
O -20.131 6.995 -2.275
O -28.489 -4.131 -1.67
O -16.247 -0.396 -3.299
O 7.212 1.223 -5.918
O -18.037 -7.782 25.301
O -45.896 0.369 25.351
O -40.634 -7.667 -3.673
O -18.449 -4.577 22.9
O -37.06 -5.117 -5.971
O -45.614 1.099 -1.411
O -33.502 -6.481 -2.473
O -28.325 7.239 -4.303
O -14.364 -6.289 23.11
O -5.874 -3.108 -3.796
O -25.792 4.816 -5.889
O -44.661 -6.83 -2.707
O -14.369 -2.42 -3.328
O -30.204 -2.598 -3.102
O -39.177 4.07 -2.641
O -41.346 6.731 -5.327
O -40.208 7.616 22.876
O -10.47 7.986 25.469
O -36.975 4.63 -1.308
O -41.084 2.364 -3.513
O -22.589 -6.188 24.103
O 4.23 3.44 24.993
O -14.171 2.379 -2.959
O 6.562 -5.478 24.736
O -47.1 0.671 -3.435
O -7.308 -1.518 24.714
O -21.082 -6.283 26.195
O -31.155 -6.869 -1.4
O -25.193 1.181 24.707
O -4.65 4.249 -1.093
O -3.735 1.334 24.807
O -38.179 -0.017 -3.411
O 19.963 0.552 -3.997
O 20.199 -4.817 -4.681
O -33.205 2.754 25.246
O -36.658 -1.52 -1.662
O -34.882 -3.036 -0.497
O -35.174 2.901 -0.331
O -37.45 5.952 -3.527
O 9.599 -1.478 -5.623
O -11.9 -4.984 -3.475
O -18.044 -7.825 -3.056
O -47.25 3.929 -1.735
O 48.878 5.555 -0.702
O 21.532 -7.057 -5.29
O -15.588 -1.594 -1.081
O -4.143 6.72 -1.754
O 48.88 -5.326 -0.298
O -18.171 6.101 26.181
O -46.255 -2.777 -0.478
O -43.47 0.048 -0.496
O -20.749 4.429 23.462
O -30.656 7.482 25.12
O -42.086 1.344 -5.751
O -43.46 5.503 -0.565
O -26.55 -5.802 25.788
O -40.689 -8.091 -0.641
O -42.41 -6.19 -1.518
O -44.43 -4.453 -1.566
O 13.406 5.339 25.372
O -31.456 -4.704 -5.654
O -13.25 -0.219 25.297
O -32.024 5.209 25.464
O -9.027 4.512 -5.388
O -43.584 2.671 -4.023
O -38.996 1.915 -5.08
O -41.644 4.097 -1.64
O -34.515 6.943 -1.042
O -6.803 -3.995 -1.423
O -40.159 -3.101 -6.372
O -37.864 -5.53 -0.466
O -5.312 1.931 -3.082
O -24.156 8.096 -0.39
O -14.964 -1.108 23.437
O -15.129 4.771 -3.209
O -27.34 -2.615 22.224
O -28.889 0.673 23.199
O -30.239 5.439 22.239
O -32.279 4.046 23.14
O -28.855 7.397 23.142
O -28.684 -7.015 24.849
O -28.175 6.836 -1.67
O -38.977 -3.668 -1.739
O -25.514 -0.955 23.149
O -27.891 1.602 -3.667
O -16.51 -2.801 22.29
O -5.462 5.169 -3.393
O -23.407 0.608 22.939
O -21.881 2.554 22.134
O -45.707 -4.774 25.65
O 1.433 1.754 -2.923
O 1.357 -0.154 -5.605
O -13.515 -2.804 -0.154
O -39.829 4.473 -5.338
O -24.768 -5.372 22.245
O -23.161 -3.694 23.306
O -29.484 -1.603 24.562
O 7.576 5.87 25.577
O -19.199 -0.075 21.865
O -18.256 1.874 25.754
O -38.367 2.265 25.883
O 21.472 6.601 -5.119
O -17.087 2.179 -3.595
O -17.919 6.607 23.516
O 31.744 -3.484 22.743
O 14.898 7.297 25.947
O -0.641 4.474 -6.128
O -26.746 5.345 -3.414
O -36.596 -7.319 25.119
O -31.623 -1.107 -1.438
O -7.574 -6.091 -5.229
O -22.982 7.427 -3.421
O -48.002 5.492 -3.712
O -17.361 0.898 -1.31
O -42.271 3.527 23.057
O -30.563 0.78 25.208
O 36.092 -7.233 -6.043
O 34.75 3.909 -4.065
O 31.539 -0.03 -3.75
O -21.257 -1.884 25.572
O -17.88 7.107 -0.956
O -12.654 0.87 -4.343
O 2.1 8.002 25.014
O 39.761 -6.816 -5.267
O -12.225 -2.685 -5.166
O -1.04 -0.318 -6.54
O -4.309 -2.616 23.364
O 43.278 4.637 24.516
O 14.131 -4.092 -5.85
O -25.907 -4.637 -3.391
O -42.949 1.75 24.851
O -1.704 7.293 -1.115
O -13.504 6.309 -4.649
O -27.939 -3.647 25.145
O -12.318 4.145 -5.627
O -32.567 5.567 -0.126
O 1.107 -7.416 -1.424
O -25.925 7.303 -5.376
O -21.989 -6.413 -2.809
O -42.32 -4.547 -6.309
O -41.266 -5.728 22.058
O -19.838 -7.05 -4.687
O -27.77 -2.95 -3.947
O 41.628 -2.045 -6.21
O -5.876 6.056 -5.769
O -21.246 0.999 -3.156
O -28.99 1.883 -1.285
O 35.933 1.797 -5.019
O 45.296 3.894 23.122
O 12.02 -5.615 -5.73
O -33.034 -4.394 25.892
O -35.371 -6.063 -4.189
O -29.843 0.028 -2.992
O -0.341 -8.123 26.102
O -45.728 -2.234 24.959
O -34.448 4.857 24.605
O -14.991 1.433 24.26
O -15.911 6.847 25.166
O -21.918 8.054 22.175
O 29.374 -1.453 -4.222
O -20.319 4.579 -1.188
O -21.69 5.2 -3.294
O -6.625 -1.491 -5.799
O 47.62 6.694 -3.958
O -36.617 6.415 24.625
O -46.68 6.304 25.077
O -31.584 4.928 -4.086
O -26.868 -7.11 -3.62
O -20.203 -6.875 23.497
O -30.756 -7.016 23.196
O -29.877 -6.616 -6.082
O -9.844 2.567 -3.274
O 11.921 -2.203 22.745
O -26.731 5.165 -0.368
O -14.978 7.337 -2.775
O -19.558 -7.178 -0.937
O 25.025 3.175 -6.737
O -19.702 -2.027 -1.256
O 32.162 7.452 -5.632
O -18.961 2.672 -0.234
O 43.614 -0.546 25.26
O 34.93 7.298 24.875
O -29.885 -2.569 -0.238
O 19.174 5.507 22.294
O -31.127 4.054 -1.555
O 13.709 -5.304 22.018
O -30.526 -3.931 25.444
O 15.676 -4.587 25.577
O -14.47 -7.207 -0.954
O -23.641 -0.934 25.052
O -38.866 -2.798 -4.173
O 26.934 -0.611 -3.669
O -27.221 0.137 -0.425
O 11.925 7.955 24.945
O -25.694 2.985 -3.981
O 42.532 -5.821 24.861
O -9.739 1.085 -5.49
O 30.447 -7.341 24.469
O -31.99 -0.982 -4.111
O 2.844 -5.957 -2.566
O 2.989 -4.812 25.831
O -13.606 3.28 25.448
O -40.393 -3.865 25.462
O 37.343 6.804 -6.01
O -18.797 0.209 -3.523
O -26.22 -0.607 26.178
O -4.733 3.743 -5.544
O -46.286 -7.56 -6.596
O -1.228 -4.874 -4.247
O -12.963 -7.384 -3.054
O -33.848 0.151 25.19
O -1.346 1.563 23.486
O -22.88 -4.202 -1.53
O -21.589 -5.705 0.013
O 27.804 -3 25.135
O 7.65 3.994 -1.143
O 30.102 -5.399 21.919
O -45.683 -1.318 -2.699
O -8.127 7.963 -0.098
O -21.343 2.815 25.454
O 18.479 3.839 -1.28
O 7.253 -0.979 23.132
O -11.752 7.177 23.29
O -34.49 2.302 -3.511
O -14.089 3.951 -0.905
O -7.276 8.092 -6.71
O 4.943 5.916 25.646
O -10.866 -2.607 22.367
O -48.795 -4.861 -3.109
O 40.081 -4.15 -5.414
O -7.02 0.764 23.259
O 11.446 -0.941 -3.877
O -9.482 3.878 23.348
O -8 5.558 22.203
O -8.994 -1.653 -1.124
O -6.445 7.57 22.854
O -6.102 -8.074 -4.346
O -10.401 -7.154 -3.57
O 28.41 7.96 -2.974
O -20.862 -1.708 22.988
O -2.68 5.083 25.308
O -30.3 2.605 -3.482
O -37.979 -7.758 -3.956
O 8.424 3.366 24.938
O -33.284 0.997 -5.423
O 23.474 -2.793 25.364
O 0.079 8.044 22.299
O -33.649 6.248 -5.5
O -16.073 -6.128 25.658
O -4.305 -7.227 23.152
O -14.158 -1.039 -5.459
O -11.537 4.615 24.812
O -20.302 -4.519 -2
O 29.486 -6.808 -1.26
O 47.882 -1.1 24.75
O -13.545 5.895 25.9
O -23.265 -0.705 -2.777
O -13.622 -5.353 25.439
O 43.144 2.876 -3.448
O -0.648 0.1 -3.834
O -9.326 3.505 -0.879
O -15.272 3.867 23.402
O -8.472 0.647 25.401
O -2.816 2.572 -0.279
O -2.607 -5.49 22.293
O 16.859 -7.439 25.416
O 0.884 -4.568 -5.858
O -10.931 6.152 -4.591
O -13.834 -0.151 -2.242
O -2.277 7.781 -6.14
O -35.562 -4.866 25.315
O -1.765 6.339 23.123
O 28.093 -4.229 -5.667
O -0.651 -6.542 -6.22
O -5.525 -3.038 25.701
O -7.167 1.362 -1.205
O -7.722 1.127 -3.783
O 18.226 -1.255 -4.884
O 40.699 1.652 -3.589
O -25.409 -1.39 -1.444
O 1.54 5.933 -5.677
O -26.401 -7.06 23.444
O -20.614 0.342 -5.584
O 5.165 -3.395 25.483
O 8.591 1.505 23.066
O 14.713 0.234 25.219
O 32.723 -7.856 25.533
O 27.358 -5.318 26.187
O -9.975 -6.898 -1.038
O -14.051 -7.873 26.004
O -20.784 -4.336 24.224
O 44.953 5.449 -6.606
O -1.833 -3.721 -1.069
O -3.291 -3.787 -5.572
O 0.749 -6.57 -4.006
O 1.772 -0.341 26.004
O 31.448 0.919 -1.297
O 4.738 -7.944 -1.985
O 22.936 -0.216 25.605
O -26.116 -3.606 -5.894
O -13.519 5.481 22.38
O 9.305 -2.111 -3.007
O -43.092 7.532 -3.519
O -21.844 -4.032 -3.996
O -22.883 -4.408 25.926
O -1.293 0.608 -1.204
O 4.33 -6.919 24.484
O 9.374 8.036 25.335
O -12.146 1.585 -1.554
O -2.56 -2.688 -3.305
O -17.63 4.21 -5.366
O -45.7 1.945 -5.358
O -24.357 -0.073 -6.328
O -7.762 3.227 25.602
O -19.22 -4.431 -5.859
O 11.012 -5.932 -3.385
O -45.726 4.15 -3.888
O 18.224 3.986 25.83
O 35.036 -2.604 -4.974
O 10.593 1.54 -3.245
O 35.321 -4.797 -6.239
O 29.197 1.753 24.067
O 0.394 3.066 22.296
O -7.888 -7.018 -2.742
O -16.264 -8.031 22.403
O -3.448 4.314 23.03
O -12.531 4.493 -3.044
O -16.155 5.422 -0.127
O -12.1 -6.736 -5.478
O 48.399 -5.742 24.599
O -0.991 -2.532 -5.292
O -3.558 -1.716 -1.072
O 6.679 6.445 -5.561
O -11.512 -4.198 -1.072
O -10.791 -0.071 -0.156
O -10.637 -4.65 -6.079
O -45.203 2.24 22.764
O 41.283 7.587 -4.209
O -10.977 5.428 -0.177
O 26.481 1.263 -5.545
O 37.365 -7.979 24.695
O -25.615 4.458 23.095
O -4.304 6.604 23.94
O 34.28 -4.036 22.965
O -19.474 2.471 -4.617
O -6.216 -4.316 23.483
O 44.168 -5.659 -3.519
O 27.523 3.593 25.224
O -5.356 -0.584 -3.715
O -3.044 0.756 -3.173
O 46.786 -7.82 24.846
O -3.353 5.837 -4.807
O 7.099 -3.356 -3.57
O -16.385 -5.246 -6.753
O -23.743 -4.395 -5.732
O -5.484 -5.733 -0.108
O -5.397 -0.132 -0.171
O -25.22 -2.148 -3.916
O 8.1 -0.306 25.504
O -43.763 -2.154 -4.056
O 27.411 3.662 -5.486
O -17.45 -7.38 -5.66
O 28.477 5.998 -5.926
O -17.904 -3.876 -1.148
O 19.186 0.033 22.049
O 17.457 -1.729 22.76
O -4.26 -4.095 -1.939
O -25.564 0.418 -3.432
O -9.962 -0.091 -3.128
O 31.48 -1.514 -5.871
O 10.822 -3.555 -4.559
O 47.64 -0.669 -3.542
O -17.818 -5.39 -3.978
O 25.895 4.03 -1.811
O 16.094 -2.748 -4.697
O -14.576 -3.715 -5.56
O 13.74 -2.831 -3.512
O 18.715 -6.463 -6.084
O -18.516 -5.147 25.419
O -43.115 -5.09 -3.838
O -29.466 -4.991 -3.949
O 22.263 1.293 -3.141
O 20.267 3.123 -3.215
O 2.829 -2.985 -6.436
O 23.083 4.775 -5.946
O 16.2 3.328 -5.787
O -35.777 1.903 25.29
O -2.577 2.75 -6.693
O -44.43 3.948 -6.236
O 0.417 -5.024 25.31
O 14.553 1.3 -5.485
O -18.943 -2.628 24.601
O 44.24 5.318 -4.117
O -33.969 5.348 -3.155
O -39.489 -0.647 -5.567
O 22.656 -4.585 -5.519
O -22.648 5.926 -5.647
O -42.791 4.266 25.539
O 3.932 0.875 25.246
O -12.828 7.089 -1.123
O -1.539 0.581 25.932
O -37.444 -0.117 25.149
O -37.065 0.292 -5.811
O -14.818 1.393 -5.899
O 39.559 6.008 -3.066

Results
total energy: -609929.801 eV
total energy less fixed offsets of O -438.25, Si -107.07 eV per atom: -10.601 eV

Forces (eV/angstrom) on atoms 1716 to 2391 of the 3024, counted in the order above; the others are left out for length: element, x, y, z
Si -0.005 0.002 0.002
Si 0.005 0.01 0.001
Si -0.003 0 0
Si -0.004 -0.002 0.001
Si -0.004 -0.005 0.002
Si 0 -0.002 -0.002
Si 0 0.003 0.003
Si -0.002 0.008 0
Si 0.002 0.003 -0.001
Si 0.001 0.003 -0.005
Si -0.009 0.001 -0.002
Si -0.003 -0.007 0.003
Si 0 0.001 -0.001
Si 0.005 0.001 -0.007
Si 0.007 -0.001 0
Si 0.004 0 -0.003
Si -0.002 -0.004 -0.002
Si 0.004 -0.008 -0.003
Si -0.009 0.004 0
Si 0.005 0.007 0.003
Si 0.01 -0.001 0.005
Si 0.008 0.001 0.001
Si 0.004 -0.004 0
Si 0.006 0 0
Si -0.01 0.005 0.001
Si 0 0.011 0.003
Si -0.004 -0.005 0.002
Si 0.007 -0.006 0.002
Si 0.009 0.003 0.001
Si -0.004 -0.003 0
Si 0.004 0 0
Si 0.008 0.001 -0.001
Si 0.008 -0.005 0.001
Si 0.008 -0.004 -0.001
Si -0.001 0.004 -0.002
Si -0.003 0.006 0
Si -0.005 0 0.005
Si -0.005 -0.005 0.001
Si 0.002 0.009 0
Si 0.001 0.013 0.001
Si -0.007 -0.006 0.005
Si 0.004 -0.004 0.001
Si 0.004 0.003 0.005
Si 0.007 -0.001 0
Si -0.01 0 -0.002
Si 0.007 -0.002 0.004
Si 0.001 0.005 0.006
Si 0.002 -0.001 0.004
Si -0.003 -0.005 -0.004
Si 0.001 -0.004 -0.004
Si 0.006 -0.003 0.002
Si -0.001 0.001 0.002
Si -0.013 0.002 0.001
Si 0.003 0 -0.002
Si -0.009 0.005 0.002
Si -0.009 -0.007 0
Si -0.001 -0.005 -0.003
Si -0.008 0.006 -0.001
Si -0.01 -0.005 0.006
Si -0.006 0.004 0.001
Si -0.006 -0.003 0.006
Si -0.007 0.005 0.006
Si -0.003 -0.004 0
Si 0.002 -0.014 0
Si 0.003 0.013 0.002
Si -0.003 0.01 0
Si -0.005 -0.006 -0.001
Si -0.001 0.003 0.002
Si -0.007 0.008 -0.001
Si -0.006 0 0.006
Si -0.01 -0.003 0.005
Si 0.003 -0.002 -0.004
Si -0.003 -0.005 0.01
Si 0.009 -0.001 0
Si 0.007 -0.011 -0.005
Si -0.007 0.005 -0.002
Si -0.002 0.013 -0.003
Si 0 -0.017 0
Si -0.003 0.005 -0.002
Si 0.005 0.015 0.004
Si -0.015 0 0.004
Si 0.005 -0.012 0.004
Si 0.012 -0.003 0.006
Si 0 0.007 0.001
Si -0.005 0.002 0
Si 0.002 0.003 -0.007
Si -0.003 0.001 -0.006
Si 0 0.001 0.001
Si -0.007 -0.004 0
Si -0.004 -0.006 0
Si 0.003 0.011 0.002
Si 0.005 0.003 0.001
Si 0.002 0.008 0
Si 0.005 -0.002 -0.002
Si 0.007 -0.001 -0.007
Si 0 -0.001 0.002
Si 0.002 0.004 0
Si -0.002 0 -0.002
Si 0.004 0.003 -0.002
Si 0.012 -0.002 -0.002
Si -0.001 0.007 -0.002
Si -0.011 -0.006 -0.008
Si -0.005 0 -0.002
Si 0.01 -0.01 -0.003
Si 0.003 -0.016 -0.001
Si -0.002 0.012 0.001
Si 0.005 0.002 0
Si -0.003 0.002 0.002
Si 0 -0.005 -0.002
Si 0.004 -0.008 -0.007
Si -0.002 0.008 -0.009
Si -0.001 0.013 -0.004
Si 0 0.007 -0.002
Si 0.004 -0.002 -0.001
Si 0.007 -0.004 -0.001
Si -0.002 0.002 -0.001
Si -0.002 0.003 -0.002
Si -0.006 0.001 0.001
Si 0 -0.001 0.003
Si 0.015 -0.005 0.004
Si -0.001 -0.012 0
Si -0.021 -0.002 -0.001
Si 0.003 0 0.001
Si 0.01 0.008 0
Si 0.001 0.006 0.002
Si -0.003 -0.006 -0.002
Si -0.003 0 -0.001
Si -0.004 -0.003 -0.004
Si -0.003 0.013 -0.005
Si 0.001 0.002 0.007
Si -0.002 -0.004 0.006
Si 0.004 -0.002 -0.003
Si -0.005 -0.012 0
Si -0.003 0.002 -0.001
Si 0.008 0.007 -0.001
Si -0.006 -0.006 -0.001
Si -0.002 -0.001 -0.002
Si -0.006 -0.002 0.005
Si -0.006 -0.002 -0.002
Si -0.008 -0.011 0.004
Si -0.008 -0.001 0.007
Si 0.001 0.007 0
Si -0.005 -0.002 -0.003
Si 0.003 -0.005 0.001
Si 0.009 0.001 -0.004
Si -0.001 -0.001 0.001
Si -0.003 -0.009 0
Si -0.005 -0.013 0.001
Si -0.003 -0.002 0
Si -0.005 0.004 0
Si 0.004 0.004 -0.004
Si 0.007 0 -0.004
Si -0.001 -0.008 -0.002
Si -0.001 0.003 0.002
Si 0.009 0.005 0.001
Si 0.009 -0.005 -0.002
Si 0.005 -0.002 0.004
Si -0.003 0.006 0.006
Si 0.006 0.002 0.006
Si 0.012 0.003 0.01
Si 0.004 0.011 -0.003
Si -0.005 -0.006 0
Si 0 0.002 -0.002
Si -0.006 0.005 -0.002
Si -0.007 -0.004 -0.004
Si 0.002 -0.009 0.007
Si 0.01 0.008 0.009
Si 0.001 -0.009 -0.005
Si 0.001 0.004 0.003
Si 0.013 -0.004 -0.001
Si 0 0 -0.007
Si -0.003 0.002 0.003
Si 0.002 -0.001 -0.01
Si 0.01 0.001 -0.005
Si 0.007 -0.006 0.003
Si 0.007 0.006 0.003
Si 0.006 -0.011 0.003
Si 0.003 -0.002 0.008
Si 0.002 0.01 0.001
Si -0.015 0.001 0
Si 0.001 0.007 0.009
Si -0.009 0.006 -0.004
Si -0.012 0.007 0.003
Si -0.006 -0.016 0.001
Si 0.003 -0.013 -0.002
Si 0.01 0.01 -0.002
Si 0.006 -0.003 0.001
Si 0.015 -0.005 0.003
Si 0.001 0.001 -0.001
Si -0.008 0.005 0.001
Si 0 0.006 0.001
Si 0.005 -0.008 0
Si -0.005 -0.001 0
Si -0.012 -0.007 0.001
Si 0.001 -0.001 0.007
Si 0.01 0.001 -0.003
Si 0.009 0.006 -0.001
Si -0.008 -0.004 0.005
Si -0.001 -0.002 0.004
Si 0.002 -0.007 0.001
Si -0.001 -0.006 0.001
Si 0.002 0.008 0.003
Si -0.002 0 0.001
Si 0.001 -0.004 -0.001
Si 0.001 -0.003 -0.001
Si 0.001 -0.005 -0.005
Si 0.002 -0.005 0.004
Si -0.01 0.002 0
Si -0.01 -0.019 -0.002
Si 0.006 -0.003 0.003
Si 0.002 0.009 0.002
Si -0.004 0.017 0.003
Si -0.006 0.012 0.007
Si -0.005 -0.002 0.001
Si 0.001 0 0.004
Si 0.001 -0.003 0.005
Si 0.006 0.006 0.001
Si 0.001 0.007 0.001
Si -0.004 -0.003 0
Si -0.005 -0.009 0
Si -0.012 -0.014 0.001
Si -0.001 0.001 -0.002
Si -0.002 -0.003 0.002
Si -0.002 0.007 0.002
Si -0.007 0 0.001
Si 0.004 0.004 0.007
Si 0.01 0.014 -0.003
Si -0.004 0.003 0.004
Si 0 0.005 0.003
Si 0.015 -0.002 -0.009
Si -0.005 0.002 0.002
Si -0.003 -0.004 0
Si 0.001 0.001 0.001
Si 0.002 -0.01 0.004
Si 0.004 0.005 0.005
Si 0.008 0.002 0.005
Si 0.019 -0.011 0.006
Si 0.011 -0.011 0.003
Si -0.01 0.007 0
Si -0.006 0.003 0.004
Si -0.002 0.013 0.005
Si -0.006 -0.008 0.003
Si 0.003 -0.009 0.003
Si 0.003 0.013 0.01
Si 0.017 -0.009 0
Si -0.003 0.006 0.006
Si -0.001 0.01 0.004
Si 0.005 0.004 0.009
Si -0.006 0.01 0.002
Si -0.002 0.003 0.001
Si 0.007 -0.004 0.006
Si 0 0.003 0.009
Si 0.005 -0.007 -0.004
Si 0.004 -0.004 0.009
Si -0.002 0.008 0.001
Si -0.001 0.001 0
Si 0 0.001 0.008
Si -0.012 0.005 0.004
Si 0.015 -0.006 0.003
Si -0.002 0.008 -0.004
Si 0.005 -0.003 0.007
Si 0.011 -0.004 0.009
Si -0.006 0.007 0.002
Si 0.013 0.001 0.001
Si -0.017 0.012 -0.006
Si 0.004 -0.003 -0.004
Si -0.009 -0.005 -0.001
Si -0.01 0.002 0.007
Si 0.002 -0.01 -0.003
Si 0 0.004 0.002
Si 0.009 -0.025 0.004
Si -0.007 -0.006 0.002
Si 0.002 -0.015 0.004
Si -0.01 0.009 0.006
Si -0.022 0.021 0.004
Si -0.014 -0.008 -0.001
Si -0.001 0.006 0.004
Si -0.007 0.006 -0.003
Si 0.012 -0.012 0.004
Si -0.001 -0.007 0.017
Si 0.007 0.002 -0.003
Si 0.002 -0.016 0
Si -0.015 0.007 0.01
Si -0.007 -0.004 -0.001
Si -0.009 0.005 0.005
Si -0.017 0.016 -0.003
Si 0.001 -0.011 0
Si -0.001 -0.008 0.004
Si -0.01 0.01 0.009
Si -0.001 -0.003 -0.005
Si 0.011 -0.01 0.004
Si 0.003 0.012 -0.002
Si -0.004 0.002 0.002
Si 0.008 -0.013 0.002
Si -0.012 0.018 0
Si -0.002 -0.01 0.006
Si 0.008 0.001 0.007
Si 0 0.004 0.003
Si 0.006 -0.009 -0.003
Si 0.002 0.007 0.006
Si -0.008 0.008 0.001
Si 0.011 -0.011 0.002
Si -0.018 0.004 -0.005
Si -0.003 0.002 -0.003
Si 0.007 -0.003 0.006
Si -0.009 0.008 0.005
Si 0.001 -0.001 -0.009
Si 0.004 0.006 0.001
Si 0.01 -0.001 0.002
Si 0.002 -0.013 0
Si 0.002 0.002 -0.006
Si 0.009 0 -0.004
Si 0.001 0.004 -0.002
Si 0.004 -0.004 0
Si 0 0.003 0.002
Si 0.003 0.007 -0.002
Si -0.001 -0.001 0.002
Si -0.01 0.009 0.004
Si -0.004 0.012 0.002
Si 0.011 -0.006 0.002
Si -0.012 0.015 0.003
Si 0 0.008 -0.003
Si -0.005 0.001 0.007
Si -0.004 -0.002 0.004
Si 0.019 -0.021 -0.002
Si 0.004 -0.013 -0.005
Si 0.002 0.008 -0.003
Si -0.003 -0.001 0.002
Si 0.002 -0.003 0.003
Si 0.005 -0.006 -0.003
Si -0.003 0.007 -0.003
Si -0.014 0.011 -0.005
Si 0.009 -0.005 0.008
Si 0 0.009 0.005
Si -0.004 -0.006 0.002
Si 0.014 -0.01 0.003
Si -0.001 0.002 0.005
Si 0.001 0.006 0.004
Si -0.005 -0.008 -0.002
Si -0.001 0.01 0.005
Si 0 0.004 -0.001
Si 0.002 0.001 0.009
Si -0.009 0.003 0.008
Si -0.001 0.003 -0.002
Si -0.005 -0.006 -0.006
Si -0.001 0.001 0.002
Si -0.006 0.002 0.004
Si 0.001 0.001 0.003
Si 0.005 0 0.003
Si 0.003 0.008 0.003
Si 0.002 0.01 -0.003
Si 0 -0.007 0.005
Si -0.007 -0.01 -0.002
Si -0.008 -0.007 -0.003
Si -0.009 0 -0.003
Si -0.01 -0.005 0.007
Si -0.001 0 -0.002
Si 0.008 0.008 0.001
Si 0.006 0.005 -0.003
Si -0.013 -0.005 0
Si -0.003 -0.004 -0.002
Si -0.003 -0.012 0.004
Si 0.002 0 0.006
Si -0.01 -0.001 0.004
Si 0.005 -0.002 -0.001
Si 0.002 0.003 -0.002
Si 0.001 -0.005 -0.006
Si 0.001 -0.005 0.007
Si -0.002 -0.005 0.004
Si 0.001 -0.009 -0.001
Si 0.006 0.008 -0.001
Si 0.003 0.007 -0.003
Si 0.002 -0.007 0
Si 0.005 -0.003 0.009
Si 0.002 -0.004 0
Si 0.004 -0.002 0.013
Si -0.002 0.014 0
Si 0.007 0.001 0.007
Si -0.007 0.005 0.004
Si 0.009 0.012 0.005
Si -0.001 -0.009 -0.003
Si 0.003 -0.002 0.011
Si 0.016 0.009 0.009
Si 0.006 0.004 0.005
Si 0.01 -0.002 0.007
Si -0.012 -0.01 0.005
Si 0.009 -0.004 0.006
Si -0.003 -0.005 0
Si 0.003 0.011 0
Si 0.014 0.004 -0.001
Si 0.013 0.001 -0.008
Si 0.002 -0.002 0
Si -0.006 -0.002 0.002
Si -0.004 -0.004 0.004
Si -0.011 0.002 0.006
Si 0.002 0 -0.002
Si -0.003 -0.011 -0.006
Si 0.007 -0.002 0.005
Si -0.005 0.002 -0.001
Si 0.004 -0.008 0.003
Si -0.002 -0.004 -0.001
Si -0.007 -0.002 0.011
Si -0.006 -0.005 0.005
Si 0.001 -0.006 0.011
Si 0.005 -0.004 0
Si -0.01 0.007 -0.005
Si -0.001 0.001 -0.002
Si 0.007 -0.001 0.005
Si 0.007 0.007 -0.005
Si 0 -0.004 0.007
Si 0.004 0.003 -0.005
Si -0.002 0.007 -0.001
Si -0.002 -0.004 -0.001
Si -0.008 -0.003 0.003
Si -0.003 0.006 0.007
Si -0.001 -0.003 0.003
Si -0.012 -0.004 0.006
Si 0.004 0 0.006
Si 0.006 0 0.007
Si 0.008 0.004 -0.001
Si 0.003 0 -0.009
Si -0.004 -0.008 -0.008
Si 0.01 -0.008 -0.001
Si 0 0 0.008
Si -0.009 -0.002 -0.003
Si 0.005 -0.009 0.001
Si 0.006 0.003 -0.001
Si 0.004 0.005 -0.004
Si -0.003 -0.002 0
Si -0.009 0.002 0.004
Si -0.009 -0.006 0.001
Si 0.001 -0.007 0.001
Si -0.003 0.003 -0.002
Si 0.001 0.011 0.007
Si 0 0.01 0.007
Si -0.005 -0.003 -0.001
Si -0.005 -0.004 -0.005
Si -0.001 0.001 0.002
Si 0.009 0.001 0.006
Si 0.009 0.008 0.007
Si 0.002 0 0.002
Si -0.007 -0.007 0.003
Si 0.011 0.004 0.003
Si -0.004 0.006 -0.004
Si -0.019 -0.002 0
O 0.611 -0.031 -0.011
O 0.094 0.426 0.701
O -0.032 -0.136 0.236
O 0.125 0.797 -0.097
O -0.059 -0.2 0.42
O -0.246 -0.476 0.036
O 0.367 0.101 -0.216
O 0.455 -0.196 -0.216
O -0.058 0.48 -0.023
O -0.231 0.552 0.041
O -0.185 0.13 0.218
O 0.077 -0.078 0.175
O 0.271 0.149 0.125
O -0.02 0.14 -0.457
O 0.005 -0.067 0.288
O -0.325 -0.104 0.426
O 0.183 0.204 0.435
O -0.009 -0.23 0.521
O 0.508 0.215 0.474
O -0.152 0.074 -0.024
O -0.163 0.126 0.13
O -0.575 0.125 0.031
O -0.378 0.068 0.184
O 0.251 0.348 0.075
O 0.215 0.142 0.166
O 0.261 0.245 0.05
O -0.321 0.285 0.429
O -0.254 0.174 0.546
O -0.497 -0.426 0.01
O 0.127 0.251 0.223
O 0.261 0.357 0.046
O -0.328 0.118 -0.39
O 0.531 0.014 0.443
O -0.185 0.053 -0.404
O -0.112 -0.306 0.406
O 0.345 0.263 0.209
O -0.012 0.52 -0.005
O -0.558 0.078 0.007
O 0.597 -0.192 0.173
O -0.109 -0.368 -0.127
O 0.333 0.064 -0.172
O -0.431 0.444 -0.204
O -0.539 -0.246 -0.167
O 0.156 -0.421 -0.132
O -0.061 -0.29 0.024
O 0.001 -0.214 -0.119
O 0.464 0.405 -0.171
O 0.172 0.147 0.01
O 0.661 0.127 0.436
O -0.111 -0.153 0.167
O -0.153 0.027 0.393
O 0.041 0.203 0.269
O 0.188 0.363 -0.231
O -0.357 0.028 -0.491
O 0.179 0.333 -0.227
O 0.098 0.074 -0.803
O 0.275 0.067 0.451
O -0.44 0.165 0.094
O -0.433 0.158 0.639
O -0.378 -0.253 0.027
O 0.014 -0.379 0.749
O 0.017 -0.52 0.43
O 0.309 -0.042 0.106
O 0.276 0.01 0.421
O -0.287 0.473 0.194
O 0.019 0.586 0.362
O -0.134 -0.223 -0.54
O 0.325 0.063 0.017
O -0.566 0.205 -0.233
O -0.522 -0.172 -0.722
O 0.183 0.326 -0.576
O 0.384 -0.882 -0.209
O -0.577 -0.067 0.014
O -0.339 0.008 0.07
O -0.09 0.313 0.278
O -0.171 0.586 -0.077
O -0.099 0.096 0.295
O -0.268 -0.31 -0.513
O 0.024 -0.373 -0.245
O 0.152 0.211 0.011
O 0.019 0.304 -0.4
O 0.235 0.026 -0.428
O 0.202 -0.588 0
O 0.239 0.136 -0.036
O 0.512 0.354 -0.006
O 0.059 -0.109 -0.45
O -0.078 0.143 -0.39
O -0.496 0.663 0.087
O -0.067 -0.357 0.272
O 0.254 0.154 -0.259
O -0.37 -0.168 -0.267
O -0.013 -0.148 -0.309
O 0.083 0.113 -0.559
O -0.075 -0.074 -0.525
O -0.045 0.071 -0.278
O 0.225 -0.406 0.15
O 0.267 0.292 -0.054
O 0.179 -0.282 -0.591
O -0.471 -0.17 -0.215
O -0.247 -0.23 -0.187
O 0.093 0.376 -0.339
O 0.487 0.351 -0.09
O -0.037 -0.042 0.037
O 0.526 -0.249 -0.35
O 0.001 0.104 -0.617
O 0.034 -0.54 0.072
O -0.443 -0.061 -0.649
O -0.315 0.467 -0.047
O 0.256 -0.281 0.164
O 0.374 -0.622 -0.304
O -0.218 0.367 0.123
O -0.287 -0.06 -0.374
O 0.342 0.021 -0.618
O -0.414 -0.234 0.165
O 0.044 0.227 0.459
O 0.199 0.231 0.145
O 0.403 -0.464 -0.214
O 0.248 0.094 0.357
O -0.264 -0.396 0.021
O -0.023 -0.158 -0.516
O 0.239 -0.252 0.511
O 0.196 0.328 -0.361
O 0.017 0.3 -0.147
O 0.091 0.305 0.34
O 0.079 0.026 0.061
O 0.181 0.016 0.486
O 0.153 0.334 0.168
O 0.231 0.321 0.489
O -0.672 0.124 0.381
O 0.183 -0.168 0.046
O 0.049 0.427 0.442
O 0.18 -0.138 0.522
O 0.406 -0.028 -0.041
O -0.634 -0.044 0.115
O 0.37 0.034 0.406
O -0.105 0.108 0.446
O -0.252 -0.083 0.437
O 0.18 -0.39 0.252
O 0.25 -0.318 0.062
O 0.199 0.228 -0.019
O -0.645 -0.193 0.167
O 0.213 -0.121 0.623
O -0.039 0.263 0.179
O -0.591 -0.334 -0.283
O -0.091 -0.115 0.251
O -0.009 0.357 0.376
O -0.016 -0.265 -0.017
O -0.463 -0.032 0.266
O -0.322 0.018 -0.552
O 0.01 0.076 0.215
O 0.08 -0.271 0.55
O 0.588 -0.227 0.024
O -0.27 -0.121 -0.558
O -0.009 -0.087 -0.159
O -0.334 -0.155 0.22
O -0.051 -0.174 -0.019
O -0.658 0.203 0.362
O -0.179 0.035 0.175
O 0.035 -0.021 0.041
O 0.265 -0.097 -0.129
O 0.63 0.174 0.023
O 0.003 0.313 0.149
O -0.446 -0.01 -0.263
O 0.706 -0.516 -0.193
O 0.291 0.682 0.109
O 0.11 0.099 0.553
O -0.378 0.156 0.369
O -0.094 -0.499 0.642
O -0.047 -0.502 0.074
O -0.62 -0.131 0.036
O 0.186 -0.133 0.648
O 0.645 0.188 -0.448
O 0.039 0.246 -0.077
O 0.198 -0.699 0.044
O -0.099 -0.531 0.419
O 0.14 0.137 -0.352
O 0.343 0.403 -0.219
O -0.042 0.056 -0.44
O -0.095 -0.03 0.124
O 0.44 0.064 0.088
O 0.125 -0.554 0.451
O -0.245 0.242 -0.189
O 0.395 0.103 -0.322
O -0.096 -0.047 0.128
O 0.252 0.317 -0.423
O 0.697 -0.049 -0.06
O 0.416 0.487 0.17
O -0.755 0.365 -0.215
O -0.187 0.017 -0.237
O -0.007 0.49 -0.179
O 0.127 0.599 0.181
O 0.181 0.035 -0.341
O -0.136 -0.164 0.542
O 0.033 -0.311 0.052
O 0.391 -0.359 -0.439
O -0.062 0.505 0.123
O -0.392 0.366 -0.61
O -0.157 -0.447 -0.341
O 0.153 0.303 0.273
O 0.262 0.201 -0.327
O 0.127 0.58 -0.217
O -0.024 0.462 -0.123
O -0.418 -0.567 0.339
O -0.273 -0.399 0.304
O -0.16 0.44 -0.102
O -0.48 -0.154 0.199
O -0.475 -0.204 -0.027
O -0.185 0.17 0.199
O 0.249 0.178 -0.023
O 0.487 -0.046 -0.044
O 0.043 0.359 0.042
O 0.342 -0.463 -0.417
O 0.357 -0.36 -0.103
O 0.097 0.498 0.262
O -0.431 0.03 -0.118
O 0.13 -0.281 -0.392
O 0.48 -0.303 -0.008
O -0.596 0.218 -0.213
O 0.336 0.117 -0.069
O 0.114 -0.287 0.048
O -0.056 0.346 0.327
O -0.419 -0.568 -0.038
O -0.186 0.348 0.011
O 0.027 0.042 -0.063
O 0.051 0.087 -0.446
O -0.348 0.071 0.647
O 0.37 -0.509 0.007
O 0.259 -0.18 -0.255
O -0.112 0.201 -0.655
O -0.02 0.001 -0.154
O -0.244 -0.213 -0.414
